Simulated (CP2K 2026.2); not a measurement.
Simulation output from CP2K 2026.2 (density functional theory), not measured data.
Periodic cell of 2016 atoms, Si1440O576, from a study of silicon, its oxide and their interface. The atomic structure is a simulated model.
Doubt: the forces sum to 7.68 eV/angstrom along one axis rather than to zero, so they err by at least 0.0038 eV/angstrom per atom on average; the grid cutoff is modest.

Settings: functional PBE; method Gaussian and plane waves; basis set DZVP-MOLOPT-SR-GTH; pseudopotentials GTH-PBE; grid cutoff 300 Ry, relative cutoff 40 Ry; k points Gamma only; occupations fixed; spin none; net charge 0.

Cell vectors (angstrom)
a	65.28	0	0
b	0	16.32	0
c	-1.7084	-0.6497	33.5977

Atoms and the computed forces on them: element, x, y, z (angstrom), force x, y, z (eV/angstrom)
Si	0.683	-0.74	-0.203	0.419	-0.334	0.742
Si	3.861	1.808	0.135	0.065	-0.459	0.653
Si	1.382	3.835	0.318	-0.15	0.392	0.65
Si	4.285	6.426	0.013	-0.131	0.201	0.812
Si	1.2	-6.564	0.294	-0.004	-0.087	0.756
Si	4.352	-4.688	-0.062	0.016	0.179	0.812
Si	6.545	-1.53	-0.192	0.024	0.072	0.705
Si	9.753	0.922	-0.016	-0.125	0.13	0.809
Si	6.511	4.271	0.208	0.085	0.081	0.775
Si	9.906	6.507	-0.234	-0.163	0.069	0.649
Si	6.674	9.452	-0.261	0.209	-0.167	0.631
Si	9.907	-4.507	-0.143	-0.254	0.191	0.794
Si	12.049	-1.248	-0.004	0.16	-0.014	0.652
Si	15.57	1.013	0.186	-0.295	0.139	0.807
Si	12.038	4.132	0.093	-0.038	0.06	0.602
Si	15.321	6.209	0.245	0.015	0.195	0.654
Si	12.134	-6.718	0.088	0.216	-0.012	0.781
Si	15.562	11.939	-0.021	-0.072	-0.059	0.612
Si	17.905	-1.192	-0.021	0.237	-0.21	0.638
Si	20.011	2.279	-0.089	0.212	-0.372	0.738
Si	17.621	4.218	0.499	-0.022	-0.006	0.537
Si	19.765	7.362	0.345	0.05	0.109	0.656
Si	17.622	9.585	0.365	-0.056	-0.033	0.403
Si	20.517	-4.373	0.024	0.057	0.321	0.739
Si	23.654	-1.615	-0.012	-0.254	-0.043	0.68
Si	25.453	1.675	0.501	0.054	0.122	0.731
Si	23.313	3.885	0.229	-0.134	0.194	0.754
Si	25.878	6.616	0.063	-0.014	0.262	0.782
Si	22.803	-6.49	0.044	0.084	-0.171	0.758
Si	25.749	-3.908	0.375	-0.012	0.003	0.519
Si	28.636	-1.323	0.065	-0.286	0.196	0.744
Si	31.32	1.238	0.048	-0.067	0.271	0.695
Si	28.146	4.451	0.048	0.158	-0.087	0.731
Si	31.097	6.978	-0.117	-0.026	0.08	0.676
Si	27.961	-6.054	0.016	0.021	-0.218	0.822
Si	30.834	-3.563	-0.031	0.225	-0.274	0.79
Si	33.655	-0.862	-0.082	0.079	-0.233	0.734
Si	36.538	1.632	-0.112	0.135	-0.143	0.779
Si	34.26	3.824	-0.215	-0.262	0.235	0.725
Si	36.988	6.502	-0.187	-0.233	0.233	0.735
Si	34.061	-6.679	-0.308	0.119	-0.012	0.76
Si	37.167	-4.014	-0.396	-0.065	-0.06	0.692
Si	39.95	-1.441	0.152	-0.618	0.454	0.316
Si	-22.354	0.935	-0.118	-0.285	0.077	0.727
Si	39.316	4.388	0.052	0.056	-0.235	0.762
Si	-23.333	6.773	0.129	0.291	-0.118	0.749
Si	39.741	-7.307	0.069	-0.081	0.246	0.775
Si	-23.388	-3.793	0.143	0.553	-0.474	0.315
Si	-20.313	-1.384	0.431	-0.052	0.011	0.434
Si	-17.77	1.44	0.199	0.175	-0.147	0.691
Si	-20.125	3.572	-0.055	-0.168	0.34	0.694
Si	-17.703	6.645	-0.022	0.198	-0.109	0.701
Si	-19.89	-7.381	-0.302	-0.382	0.287	0.751
Si	-18.204	-3.683	0.058	0.209	-0.183	0.744
Si	-14.835	-1.776	0.379	-0.024	0.232	0.667
Si	-12.299	1.358	0.502	-0.01	-0.005	0.601
Si	-14.428	3.556	0.189	-0.107	0.029	0.833
Si	-12.073	6.557	-0.009	-0.326	0.328	0.692
Si	-15.087	-6.766	0.174	0.14	0.151	0.844
Si	-12.3	-3.601	-0.231	0.25	-0.434	0.544
Si	-10.06	-0.713	0.12	0.121	-0.044	0.717
Si	-6.374	1.153	0.162	-0.229	0.006	0.717
Si	-9.898	4.223	0.009	0.41	-0.193	0.698
Si	-6.994	7.14	0.076	0.057	-0.282	0.701
Si	-9.244	-7.011	0.285	-0.129	0.01	0.677
Si	-6.893	-4.057	0.347	0.307	-0.164	0.558
Si	-4.231	-1.139	0.18	0	-0.147	0.665
Si	-1.533	1.412	0.571	0.001	0.104	0.564
Si	-3.717	3.484	0.049	-0.048	0.31	0.734
Si	-1.566	7.206	0.057	0.158	-0.43	0.794
Si	-3.96	-7.057	0.207	-0.03	0.318	0.758
Si	-1.027	-4.323	0.096	-0.268	0.104	0.768
Si	2.623	0.016	1.092	0.038	-0.03	-0.031
Si	5.376	2.784	1.582	0.051	0.018	0.001
Si	2.648	5.46	1.409	0.018	-0.014	-0.045
Si	5.481	8.04	1.24	0.007	0.027	-0.036
Si	2.798	-5.47	1.509	0.006	0.044	-0.007
Si	5.406	-2.975	1.218	-0.047	0.042	-0.063
Si	8	-0.123	1.176	-0.034	-0.009	-0.062
Si	10.816	2.584	1.333	-0.015	-0.041	-0.021
Si	8.243	5.464	1.213	0.037	0.016	-0.021
Si	10.926	-8.295	1.311	0.02	-0.009	-0.028
Si	8.216	-5.626	1.101	-0.024	0.021	-0.018
Si	10.864	-2.822	1.247	-0.023	-0.035	0.015
Si	13.709	-0.059	1.232	0.021	0.029	-0.033
Si	16.379	2.65	1.64	-0.075	0.021	-0.03
Si	13.636	5.205	1.497	-0.05	-0.017	-0.051
Si	16.232	8.067	1.461	-0.014	-0.05	-0.051
Si	13.763	10.882	1.218	-0.027	0.024	-0.047
Si	16.641	-2.777	1.306	-0.012	0.094	-0.029
Si	19.277	0.254	1.169	0.04	0.02	0.003
Si	21.638	2.915	1.512	-0.007	-0.026	-0.029
Si	18.925	5.668	1.73	0.06	-0.025	-0.055
Si	21.638	-8.016	1.423	0.052	0.014	-0.09
Si	19.091	-5.404	1.578	0.024	0.003	-0.076
Si	21.8	-2.659	1.146	-0.047	-0.056	-0.071
Si	24.327	0.014	1.618	-0.047	-0.016	-0.011
Si	27.121	2.912	1.512	0.062	0.036	-0.065
Si	24.434	5.499	1.494	0.017	0.008	-0.063
Si	27.04	-7.945	1.186	0.044	-0.06	-0.047
Si	24.335	-5.377	1.461	-0.038	-0.039	-0.053
Si	27.15	-2.474	1.515	0.079	0.007	-0.055
Si	29.845	0.119	1.441	0.014	-0.035	-0.026
Si	32.607	2.833	1.189	0.016	0.016	0
Si	29.823	5.578	1.276	-0.038	0.023	-0.021
Si	32.552	-7.92	1.108	0.031	-0.068	-0.044
Si	29.736	-5.171	1.313	0.046	0.011	-0.045
Si	32.621	-2.592	1.164	-0.017	0.005	-0.028
Si	35.311	0.143	1.249	-0.001	0.005	-0.075
Si	38.126	2.75	1.224	-0.029	-0.007	-0.084
Si	35.333	5.461	1.12	-0.009	-0.021	-0.009
Si	38.075	-8.303	1.31	-0.034	-0.016	-0.01
Si	35.647	-5.441	0.978	-0.056	0.079	-0.059
Si	38.064	-2.535	1.167	0.118	0.005	-0.035
Si	-24.197	0.192	1.277	0.023	0.083	-0.1
Si	-21.602	2.555	1.418	0.032	0.046	-0.033
Si	-24.489	5.384	1.563	-0.038	-0.017	-0.013
Si	-21.602	-8.32	1.136	0.021	0.016	-0.07
Si	-24.439	-5.594	1.249	-0.052	0.091	-0.013
Si	-21.728	-2.814	1.524	-0.06	-0.039	-0.028
Si	-18.892	-0.036	1.628	0.016	0.073	-0.034
Si	-16.192	2.614	1.463	-0.02	-0.002	-0.035
Si	-19.031	5.254	1.275	-0.007	-0.015	-0.057
Si	-16.346	-8.291	1.407	-0.049	-0.02	-0.063
Si	-19.101	-5.568	1.172	0.011	-0.061	-0.041
Si	-16.428	-2.938	1.569	-0.012	-0.03	0.009
Si	-13.718	-0.098	1.607	-0.005	-0.013	-0.078
Si	-10.854	2.772	1.616	0.014	-0.006	-0.065
Si	-13.538	5.361	1.406	0.016	0.028	-0.041
Si	-10.905	-8.218	1.386	-0.03	-0.036	-0.03
Si	-13.476	-5.379	1.191	0.041	0.056	-0.048
Si	-10.901	-2.569	1.368	0.072	-0.044	-0.032
Si	-8.191	0.132	1.33	0.109	-0.035	-0.041
Si	-5.285	2.62	1.591	0.008	0.028	-0.043
Si	-8.141	5.368	1.213	-0.037	0.006	-0.063
Si	-5.485	8.14	1.545	0.028	-0.021	-0.019
Si	-8.131	-5.509	1.642	-0.046	0.034	0.004
Si	-5.383	-2.718	1.491	0.017	0.006	-0.018
Si	-2.849	-0.056	1.719	-0.034	-0.047	-0.016
Si	-0.058	2.726	1.726	0.022	-0.01	0.017
Si	-2.673	5.357	1.16	-0.02	0.053	-0.081
Si	-0.057	8.22	1.519	-0.016	-0.022	-0.089
Si	-2.708	-5.428	1.37	-0.021	0.012	-0.061
Si	0.014	-2.599	1.257	0.037	0.053	0.002
Si	1.406	1.262	2.778	0.037	-0.047	0.041
Si	3.98	4.122	2.856	-0.01	0.043	0.045
Si	1.325	6.818	2.78	-0.005	-0.017	-0.004
Si	4.134	9.375	2.709	0.009	-0.044	0.013
Si	1.407	-3.962	2.683	-0.044	-0.003	-0.001
Si	3.999	-1.452	2.47	-0.014	0.002	-0.011
Si	6.802	1.29	2.663	0.025	0.003	0.001
Si	9.473	4.006	2.64	0.01	0.026	-0.004
Si	6.874	6.774	2.648	0.004	-0.012	-0.003
Si	9.515	-6.922	2.607	-0.005	-0.009	-0.001
Si	6.86	-4.25	2.556	0.034	-0.027	0
Si	9.41	-1.486	2.566	0.002	0.003	0.016
Si	12.304	1.28	2.637	0.023	0.015	-0.008
Si	14.913	3.916	2.929	-0.01	-0.022	0.026
Si	12.297	6.716	2.712	0.014	0.034	0.018
Si	14.911	9.498	2.736	0	0.026	0.017
Si	12.336	12.217	2.587	0	0.008	0.015
Si	15.081	-1.449	2.584	0	-0.047	0.02
Si	17.868	1.321	2.79	0.036	0.014	0.055
Si	20.389	4.275	2.914	0.014	0.015	0.019
Si	17.529	6.899	3.024	-0.069	0.03	0.107
Si	20.412	-6.738	2.928	-0.014	-0.032	0.041
Si	17.788	-4.02	2.871	-0.022	0.005	0.045
Si	20.524	-1.223	2.58	-0.007	-0.026	-0.096
Si	22.925	1.417	2.847	-0.052	0.022	0.006
Si	25.785	4.212	2.9	-0.042	-0.038	0.047
Si	23.03	6.9	2.736	0.002	0.019	-0.016
Si	25.74	-6.745	2.736	0.022	-0.002	0.007
Si	23.023	-3.958	2.748	-0.001	0.041	0.032
Si	25.812	-1.197	2.917	0.01	-0.011	0.036
Si	28.522	1.509	2.769	-0.027	-0.002	0.012
Si	31.247	4.198	2.575	-0.008	-0.013	0.003
Si	28.482	7.02	2.589	-0.044	-0.007	0.014
Si	31.203	-6.614	2.542	-0.043	0.008	-0.001
Si	28.505	-3.885	2.815	-0.01	0.004	0.06
Si	31.283	-1.292	2.683	0.016	-0.021	0.032
Si	33.962	1.493	2.634	-0.032	0.009	0.003
Si	36.715	4.131	2.58	0.002	0.039	0.025
Si	33.94	6.912	2.437	-0.01	0.015	0.001
Si	36.771	-6.79	2.558	0.006	-0.018	0.019
Si	34.105	-4.044	2.373	0.029	-0.022	-0.009
Si	36.676	-1.267	2.562	-0.031	0.013	0.042
Si	-25.74	1.434	2.594	-0.002	-0.032	-0.005
Si	-23.056	3.946	2.713	0.021	-0.016	-0.002
Si	-25.861	6.78	2.811	-0.005	0.008	0.023
Si	-22.98	-6.896	2.574	-0.005	-0.041	0.011
Si	-25.864	-4.078	2.533	0.075	0.076	-0.026
Si	-23.077	-1.322	2.768	0.021	-0.023	-0.019
Si	-20.29	1.328	2.915	-0.001	-0.004	-0.015
Si	-17.607	4.03	2.726	0.013	-0.007	0.02
Si	-20.362	6.665	2.641	-0.001	0.012	-0.006
Si	-17.726	-6.864	2.672	0.005	0.035	0.03
Si	-20.375	-4.264	2.737	0.007	-0.01	0.038
Si	-17.603	-1.451	2.934	0.039	0.014	0.026
Si	-15.005	1.279	2.951	0.018	-0.013	0.033
Si	-12.223	4.126	2.914	-0.036	-0.001	0.055
Si	-14.93	6.731	2.742	0.02	-0.016	0.023
Si	-12.239	-6.777	2.675	-0.023	0.008	-0.007
Si	-14.921	-4.252	2.765	0.032	-0.049	0.039
Si	-12.283	-1.427	2.882	0.013	0.004	0.056
Si	-9.433	1.413	2.862	-0.046	-0.064	0.002
Si	-6.781	4.072	2.699	-0.037	-0.006	-0.047
Si	-9.504	6.709	2.708	0.007	-0.034	0.036
Si	-6.765	-6.833	2.959	0.002	-0.01	0.022
Si	-9.577	-4.026	2.754	-0.041	0.014	0.03
Si	-6.885	-1.343	2.737	0.036	0.035	0
Si	-4.12	1.308	3.074	-0.013	-0.013	0.05
Si	-1.443	4.174	2.842	-0.079	0.035	0.034
Si	-4.059	6.671	2.684	0.075	-0.004	0.039
Si	-1.418	-6.754	2.837	-0.001	0.024	0.031
Si	-4.022	-4.088	2.799	-0.021	-0.028	-0.003
Si	-1.352	-1.445	2.82	0.025	-0.017	0.004
Si	0.011	-0.052	4.136	0.023	0.018	-0.008
Si	2.69	2.668	4.151	-0.014	0.005	0.002
Si	-0.028	5.474	4.162	-0.005	-0.013	-0.002
Si	2.732	8.125	4.111	0.025	0.017	0.006
Si	0.022	-5.371	4.07	-0.017	0.04	-0.043
Si	2.745	-2.679	4.061	0.052	-0.002	0.007
Si	5.385	-0.101	3.914	-0.066	-0.019	0.001
Si	8.142	2.659	4.026	-0.015	0.042	0.009
Si	5.468	5.457	4.063	-0.012	0.014	-0.016
Si	8.173	-8.196	4.048	-0.001	-0.002	-0.002
Si	5.493	-5.535	3.998	-0.006	0.035	-0.002
Si	8.131	-2.842	3.97	-0.014	-0.005	0.007
Si	10.856	-0.101	3.909	-0.041	0.028	-0.048
Si	13.539	2.571	4.176	-0.014	-0.05	0.039
Si	10.876	5.353	4.012	-0.015	-0.015	-0.034
Si	13.57	8.135	4.095	0.018	-0.035	0
Si	10.915	10.824	3.915	0.006	0.004	-0.032
Si	13.667	-2.746	3.983	0.023	-0.009	-0.023
Si	16.398	-0.065	4.024	-0.028	0.02	-0.045
Si	19.077	2.775	4.175	0.012	-0.028	-0.03
Si	16.232	5.392	4.229	-0.022	0.038	0.001
Si	19.012	-8.089	4.25	0.037	-0.036	-0.011
Si	16.335	-5.446	4.078	-0.009	-0.055	-0.035
Si	19.16	-2.587	4.068	0.039	0.057	-0.043
Si	21.704	0.015	4.196	0.002	0.014	0.031
Si	24.409	2.775	4.142	0.029	-0.001	-0.041
Si	21.783	5.57	4.215	-0.019	0.002	0.037
Si	24.425	-8.095	4.111	-0.013	0.013	-0.011
Si	21.761	-5.324	4.194	0.011	0.017	-0.023
Si	24.449	-2.663	4.138	-0.036	-0.006	-0.032
Si	27.212	0.155	4.181	0.031	-0.025	0.012
Si	29.948	2.852	4.036	0.027	0.012	-0.003
Si	27.206	5.634	4.083	0.028	0.019	-0.041
Si	29.902	-8.011	3.958	-0.014	-0.013	0.009
Si	27.143	-5.356	4.067	0.015	0.008	-0.044
Si	29.95	-2.605	4.113	0.008	0.024	-0.005
Si	32.644	0.091	4.007	0.008	-0.002	0
Si	35.364	2.804	3.984	-0.001	0.009	-0.003
Si	32.636	5.56	3.905	0.022	-0.004	-0.014
Si	35.329	-8.117	3.88	0.022	-0.022	0.024
Si	32.683	-5.322	3.854	0.008	0.034	-0.006
Si	35.355	-2.693	3.897	-0.009	-0.022	-0.021
Si	-27.159	0.04	3.919	0.016	-0.025	-0.006
Si	-24.46	2.697	4.098	0.01	-0.003	-0.006
Si	-27.251	5.423	4.071	-0.002	-0.045	0.008
Si	-24.413	-8.151	4.021	-0.011	0.018	-0.023
Si	-27.178	-5.421	3.954	-0.012	-0.037	-0.009
Si	-24.513	-2.735	3.993	-0.043	-0.015	0.012
Si	-21.716	-0.04	4.182	0.017	0.03	-0.028
Si	-18.946	2.731	4.189	0.011	-0.036	-0.003
Si	-21.732	5.372	4.054	0.012	-0.011	-0.003
Si	-19.066	-8.232	4.045	-0.024	0.024	-0.029
Si	-21.762	-5.547	4.085	-0.036	0.018	0.03
Si	-19.049	-2.837	4.139	0.012	-0.063	-0.044
Si	-16.317	-0.072	4.31	-0.013	0.011	0.024
Si	-13.597	2.697	4.208	0.001	0.029	-0.03
Si	-16.298	5.408	4.124	-0.043	0.015	-0.023
Si	-13.584	-8.167	4.069	0.039	-0.013	-0.003
Si	-16.32	-5.576	4.105	0.041	-0.041	0.003
Si	-13.644	-2.82	4.182	-0.056	0.05	-0.006
Si	-10.865	-0.006	4.158	0.015	-0.007	-0.069
Si	-8.103	2.764	4.189	0.029	0.017	0.018
Si	-10.833	5.46	4.21	0.034	0.007	0
Si	-8.194	-8.237	4.158	-0.039	-0.026	-0.026
Si	-10.912	-5.44	4.102	-0.005	0.015	-0.01
Si	-8.198	-2.712	4.138	0.007	0.026	0.003
Si	-5.564	-0.062	4.246	-0.013	-0.032	-0.011
Si	-2.726	2.755	4.244	0.031	-0.004	-0.027
Si	-5.444	5.405	4.111	0.03	-0.013	-0.002
Si	-2.763	8.111	4.104	-0.013	-0.03	-0.054
Si	-5.394	-5.424	4.198	0.022	0.019	-0.002
Si	-2.698	-2.773	4.196	-0.016	0.031	0.018
Si	1.381	-1.405	16.21	-0.006	0.009	-0.004
Si	4.126	1.353	16.168	-0.012	0.012	-0.011
Si	1.398	4.106	16.28	0.008	-0.002	0.006
Si	4.123	6.752	16.179	0.001	-0.025	0.006
Si	1.361	-6.823	16.219	-0.001	0.002	0.001
Si	4.137	-4.104	16.226	0.001	-0.003	-0.008
Si	6.876	-1.391	16.215	0.021	0	0.022
Si	9.523	1.285	16.221	-0.021	-0.01	0.011
Si	6.84	4	16.168	-0.013	-0.004	0.003
Si	9.532	-9.55	16.12	-0.011	0.007	-0.01
Si	6.829	-6.814	16.159	-0.007	-0.003	0.004
Si	9.568	-4.073	16.182	0.018	0	0.014
Si	12.23	-1.415	16.22	-0.016	-0.013	0.024
Si	15.001	1.354	16.153	-0.002	0.015	-0.028
Si	12.221	4.024	16.153	0.005	-0.009	0.016
Si	14.951	6.828	16.187	0.011	0.033	-0.006
Si	12.285	9.536	16.205	0.001	-0.006	0.015
Si	14.967	-4.09	16.251	0.011	0.006	0.016
Si	17.692	-1.383	16.259	-0.022	0.005	0.006
Si	20.455	1.397	16.311	0.024	0.013	0.01
Si	17.692	4.069	16.252	-0.001	0.012	0.023
Si	20.382	-9.509	16.312	0.002	0.02	0.002
Si	17.669	-6.821	16.304	0.011	0.009	0.02
Si	20.357	-4.071	16.276	-0.011	0.02	0.011
Si	23.136	-1.302	16.342	0.002	0	0.013
Si	25.854	1.442	16.347	0.014	-0.011	0.025
Si	23.113	4.127	16.373	-0.025	-0.004	0.023
Si	25.854	-9.521	16.349	-0.002	-0.007	0.016
Si	23.107	-6.832	16.295	-0.003	0.004	0.011
Si	25.852	-4.036	16.313	0.011	-0.009	0.009
Si	28.557	-1.293	16.275	0.019	-0.011	-0.002
Si	31.255	1.432	16.329	-0.005	-0.012	-0.004
Si	28.555	4.122	16.398	0.011	-0.018	0.006
Si	31.21	-9.516	16.278	-0.019	-0.008	0.013
Si	28.527	-6.79	16.3	-0.004	0	0.011
Si	31.267	-4.061	16.233	0.011	-0.014	-0.013
Si	33.998	-1.294	16.275	0.009	-0.005	0
Si	36.673	1.309	16.271	-0.019	-0.004	0.001
Si	33.942	4.089	16.223	-0.008	-0.013	-0.007
Si	36.729	-9.498	16.296	-0.003	0.014	-0.007
Si	33.973	-6.761	16.261	0.005	0.007	-0.007
Si	36.687	-4.051	16.274	-0.008	0.014	0.006
Si	-25.917	-1.385	16.38	-0.009	0.003	0.025
Si	-23.16	1.392	16.365	0.008	0.002	0.012
Si	-25.844	4.125	16.319	0.022	0.004	0.01
Si	-23.112	-9.504	16.333	0.019	0.007	-0.004
Si	-25.881	-6.76	16.304	0.013	0.013	0.017
Si	-23.198	-4.088	16.435	-0.008	0.013	0.023
Si	-20.474	-1.328	16.373	-0.02	0.007	0.012
Si	-17.684	1.404	16.404	0.008	-0.004	0.024
Si	-20.439	4.115	16.38	-0.006	0.003	0.012
Si	-17.662	-9.466	16.416	0.003	0.011	0.007
Si	-20.457	-6.775	16.419	-0.019	-0.006	0.009
Si	-17.682	-4.06	16.389	0.008	0.014	-0.003
Si	-14.965	-1.305	16.4	-0.008	-0.021	-0.013
Si	-12.22	1.348	16.415	-0.01	0.005	0.002
Si	-14.972	4.122	16.406	0.019	-0.005	0.006
Si	-12.235	-9.482	16.458	-0.004	0.012	-0.006
Si	-14.964	-6.778	16.45	0.004	-0.01	-0.007
Si	-12.235	-4.09	16.476	0.012	0.02	0.022
Si	-9.531	-1.406	16.401	-0.014	-0.018	0.002
Si	-6.763	1.331	16.353	-0.002	0.01	0.003
Si	-9.516	4.118	16.394	-0.016	-0.012	-0.014
Si	-6.773	6.751	16.444	0.042	-0.009	0.014
Si	-9.533	-6.802	16.483	0.009	-0.002	0.014
Si	-6.817	-4.175	16.445	-0.024	-0.02	0.017
Si	-4.059	-1.415	16.346	-0.012	-0.023	0.021
Si	-1.295	1.39	16.26	-0.006	0.027	0.005
Si	-4.071	4.046	16.341	0.003	-0.019	-0.004
Si	-1.345	6.804	16.368	0.016	-0.016	0.023
Si	-4.059	9.44	16.432	0.001	-0.005	0.011
Si	-1.368	-4.122	16.329	-0.016	0.016	0.022
Si	2.749	0.002	17.477	-0.01	-0.012	-0.022
Si	5.51	2.643	17.547	0.002	-0.026	0.063
Si	2.79	5.465	17.614	0.005	0.001	0.035
Si	5.524	8.084	17.485	0.007	0.021	-0.028
Si	2.761	-5.495	17.523	-0.031	-0.005	0.031
Si	5.52	-2.731	17.56	0.013	-0.016	0.046
Si	8.257	-0.117	17.647	0.052	0.014	0.017
Si	10.871	2.67	17.531	0.01	0.008	0.041
Si	8.209	5.382	17.463	0.038	-0.004	0.004
Si	10.908	-8.204	17.445	-0.001	0.001	0.006
Si	8.177	-5.414	17.472	-0.035	-0.006	0.003
Si	10.859	-2.739	17.638	-0.007	0.036	0.012
Si	13.665	-0.038	17.441	0.006	-0.008	-0.009
Si	16.339	2.669	17.564	0.01	-0.029	0.026
Si	13.574	5.425	17.436	-0.013	0.003	-0.007
Si	16.254	8.156	17.632	-0.002	-0.023	0.024
Si	13.571	10.94	17.627	-0.008	0.014	0.021
Si	16.375	-2.793	17.621	0.034	-0.007	0.031
Si	19.06	0.005	17.576	0	-0.019	-0.008
Si	21.745	2.776	17.753	-0.01	0.003	0.035
Si	19.009	5.436	17.639	-0.012	-0.02	0.016
Si	21.708	-8.144	17.695	0.001	0.035	-0.005
Si	19.024	-5.448	17.665	-0.016	-0.013	-0.009
Si	21.699	-2.685	17.606	0.011	-0.003	0.004
Si	24.498	0.095	17.706	-0.03	-0.005	0.002
Si	27.184	2.776	17.784	0.01	-0.002	0.048
Si	24.484	5.477	17.746	0.024	-0.008	0.006
Si	27.242	-8.202	17.715	0.03	0.035	0.001
Si	24.524	-5.503	17.597	-0.005	-0.016	0.013
Si	27.205	-2.625	17.652	-0.003	0.006	0.001
Si	29.862	0.078	17.665	-0.039	0.028	0.029
Si	32.604	2.814	17.685	0.034	0.015	0.009
Si	29.918	5.476	17.778	-0.003	0.016	0.003
Si	32.555	-8.116	17.553	0.009	0.035	0.01
Si	29.87	-5.378	17.594	0.011	0.004	0.014
Si	32.635	-2.697	17.551	-0.015	-0.029	-0.019
Si	35.34	-0.004	17.732	0	-0.027	0.083
Si	38.019	2.713	17.552	0.006	0.006	-0.025
Si	35.325	5.407	17.542	0.023	0.003	-0.005
Si	38.093	-8.129	17.671	0.007	-0.033	0.023
Si	35.322	-5.385	17.621	-0.011	-0.014	0.014
Si	37.995	-2.784	17.762	0.01	-0.018	0.025
Si	-24.554	0.021	17.687	0.007	-0.012	-0.01
Si	-21.825	2.779	17.759	-0.015	-0.005	0.012
Si	-24.45	5.473	17.704	-0.013	-0.021	0.006
Si	-21.829	-8.152	17.779	-0.02	-0.02	0.065
Si	-24.627	-5.439	17.799	-0.019	0.03	-0.009
Si	-21.815	-2.7	17.758	0.003	0.015	0.012
Si	-19.134	0.081	17.706	-0.001	0.002	-0.009
Si	-16.281	2.745	17.783	-0.008	0.007	0.017
Si	-19.049	5.486	17.712	-0.007	0.001	0.003
Si	-16.305	-8.119	17.846	-0.014	-0.029	0.011
Si	-19.047	-5.418	17.741	0	0.023	0.021
Si	-16.336	-2.655	17.728	-0.006	0.007	0
Si	-13.585	0.013	17.801	0.019	0.017	0.011
Si	-10.869	2.759	17.731	-0.017	0.009	0.03
Si	-13.648	5.512	17.783	-0.008	-0.002	0.007
Si	-10.898	-8.129	17.872	-0.052	-0.009	0.006
Si	-13.592	-5.462	17.845	-0.014	-0.006	0.048
Si	-10.89	-2.7	17.844	-0.012	0.007	0.018
Si	-8.121	-0.047	17.68	0.034	0.002	0.018
Si	-5.395	2.67	17.725	-0.008	-0.011	-0.006
Si	-8.128	5.39	17.812	0.004	-0.015	0.034
Si	-5.417	8.088	17.843	0.001	0.022	0.024
Si	-8.167	-5.508	17.909	0.029	0.02	0.025
Si	-5.402	-2.817	17.721	0.048	0.046	0.023
Si	-2.647	0.017	17.572	0.01	-0.003	-0.048
Si	0.052	2.755	17.649	-0.004	0.002	0.03
Si	-2.739	5.423	17.694	-0.033	-0.013	0.01
Si	0.05	-8.119	17.681	-0.025	0.01	0.009
Si	-2.646	-5.534	17.753	0.047	-0.013	-0.013
Si	0.016	-2.72	17.608	0.009	0	0.047
Si	1.483	1.358	18.891	0.001	0.023	-0.029
Si	4.197	4.056	18.876	-0.01	0.031	-0.056
Si	1.509	6.931	18.986	0.046	0.048	-0.04
Si	4.176	-6.876	18.792	-0.039	-0.028	-0.038
Si	1.375	-4.165	18.867	-0.06	-0.012	-0.044
Si	4.106	-1.328	18.804	-0.008	0.017	-0.035
Si	6.848	1.229	18.913	-0.03	-0.009	-0.016
Si	9.528	4.072	18.879	0.007	0.003	-0.012
Si	6.9	6.732	18.828	-0.006	-0.004	-0.019
Si	9.571	-6.788	18.713	0.033	0.006	-0.014
Si	6.925	-4.056	18.927	0.082	0.015	-0.048
Si	9.568	-1.467	19.162	-0.027	-0.003	0.016
Si	12.257	1.226	18.764	0.009	-0.043	-0.046
Si	14.896	4.06	18.764	-0.015	0.053	-0.046
Si	12.199	-9.608	18.804	-0.02	-0.004	-0.028
Si	14.904	9.575	18.968	0.033	-0.013	-0.019
Si	12.235	-3.999	19.042	0.011	-0.034	0
Si	15.033	-1.328	18.828	-0.003	0.025	-0.015
Si	17.743	1.348	18.951	0.028	0.01	-0.019
Si	20.302	4.118	19.103	0.005	-0.009	-0.04
Si	17.563	6.718	18.969	-0.006	-0.006	-0.033
Si	20.332	-6.796	19.074	0.009	0.013	-0.025
Si	17.674	-4.159	19.093	-0.031	0.021	-0.008
Si	20.333	-1.337	19.004	0.002	-0.023	-0.003
Si	23.163	1.45	19.113	0.005	0.016	-0.016
Si	25.831	4.151	19.183	0.002	0.01	0.005
Si	23.069	-9.486	19.054	0.012	-0.023	-0.004
Si	25.865	-6.856	19.027	-0.031	-0.009	-0.04
Si	23.068	-4.15	18.8	-0.052	-0.019	-0.06
Si	25.896	-1.238	19.046	0.047	0.02	-0.008
Si	28.539	1.396	19.16	0.001	-0.04	-0.012
Si	31.278	4.127	19.17	-0.002	-0.006	0.031
Si	28.582	-9.503	19.207	-0.01	0.028	0.025
Si	31.191	-6.766	18.925	-0.014	-0.036	-0.056
Si	28.545	-4.01	18.982	0.019	-0.013	-0.037
Si	31.275	-1.344	18.86	0.008	-0.044	-0.048
Si	33.998	1.484	19.008	0.025	0.025	-0.026
Si	36.644	4.012	18.901	-0.025	-0.042	-0.039
Si	33.915	-9.547	18.787	-0.016	-0.014	-0.081
Si	36.677	-6.757	18.957	0.035	0.036	-0.042
Si	33.943	-4.026	18.97	0.013	0.025	-0.015
Si	36.619	-1.48	19.149	-0.054	0.008	-0.037
Si	39.332	1.423	18.97	0.016	-0.005	-0.001
Si	-23.152	4.146	19.174	-0.011	0.014	-0.01
Si	39.493	-9.473	19.044	0.019	0.072	-0.038
Si	-23.334	-6.873	19.134	0.023	-0.057	-0.001
Si	39.248	-4.154	19.269	0.003	-0.03	0.002
Si	-23.259	-1.359	19.077	-0.02	0.001	-0.034
Si	-20.456	1.446	19.122	0.018	-0.01	0.012
Si	-17.688	4.131	19.064	0.012	-0.006	-0.033
Si	-20.345	-9.454	19.108	0.017	-0.009	-0.024
Si	-17.674	-6.714	19.165	0	-0.013	0.006
Si	-20.387	-4.049	19.089	-0.027	0.048	-0.006
Si	-17.77	-1.282	19.008	0.007	-0.041	-0.017
Si	-14.875	1.421	19.183	-0.012	0.047	-0.027
Si	-12.301	4.106	19.069	-0.016	-0.017	-0.041
Si	-14.938	-9.463	19.263	0.027	-0.011	0.015
Si	-12.311	-6.856	19.331	0.031	-0.005	-0.035
Si	-14.911	-3.953	19.087	0.054	0.009	0.016
Si	-12.24	-1.305	19.235	-0.019	-0.016	-0.011
Si	-9.422	1.391	18.991	0.021	0.01	-0.042
Si	-6.78	3.934	19.148	-0.006	-0.021	-0.049
Si	-9.448	6.835	19.153	0.016	0.038	-0.015
Si	-6.785	9.39	19.28	-0.039	0.015	-0.055
Si	-9.559	-4.079	19.226	0.026	-0.053	-0.038
Si	-6.767	-1.43	19.033	-0.022	0.038	-0.036
Si	-3.955	1.302	19.003	-0.017	0.01	-0.021
Si	-1.316	4.138	19.014	0.048	-0.006	-0.022
Si	-4.073	6.678	19.196	-0.023	-0.034	0.008
Si	-1.273	-6.854	19.197	-0.02	0.024	0.024
Si	-4.031	-4.201	19.076	-0.039	-0.002	-0.01
Si	-1.262	-1.23	18.948	0.031	0.037	-0.018
Si	0.164	0.127	20.345	-0.018	-0.018	0.04
Si	2.884	2.649	20.227	0.045	-0.069	0.004
Si	0.09	5.586	20.246	-0.094	0.003	0.012
Si	2.966	8.253	20.386	0.004	-0.101	0.025
Si	0.203	-5.447	20.491	-0.005	-0.046	0.07
Si	2.76	-2.738	20.048	0.002	-0.001	0.033
Si	5.455	-0.13	20.282	0.035	0.06	0.055
Si	8.206	2.646	20.187	-0.02	0.008	0.054
Si	5.606	5.385	20.22	-0.047	-0.009	0.073
Si	8.324	8.105	20.044	0.004	-0.006	0.049
Si	5.53	-5.52	20.062	-0.032	-0.03	0.041
Si	8.15	-2.827	20.598	0.026	-0.001	0.088
Si	11.144	-0.11	20.341	0.044	-0.058	0.045
Si	13.55	2.662	20.009	0.024	0.029	0.04
Si	10.917	5.387	20.275	0.006	-0.014	0.033
Si	13.467	-8.185	20.116	-0.024	-0.003	0.017
Si	10.779	-5.456	20.206	-0.015	0.02	0.056
Si	13.662	-2.51	20.272	-0.029	-0.043	0.039
Si	16.434	-0.081	20.24	0.035	-0.043	0.067
Si	18.899	2.733	20.472	0.016	0.011	0.042
Si	16.165	5.281	20.267	0.039	0.004	0.051
Si	18.827	8.159	20.315	-0.025	0.053	0.028
Si	16.196	10.876	20.493	0.029	0.025	0.034
Si	19.057	-2.764	20.427	-0.006	-0.007	0.05
Si	21.688	0.074	20.323	-0.013	0.046	0.032
Si	24.487	2.812	20.61	-0.042	-0.005	0.009
Si	21.715	5.49	20.424	-0.007	-0.049	0.034
Si	24.425	-8.15	20.416	0.041	0.048	0.036
Si	21.805	-5.422	20.334	0.011	-0.042	0.04
Si	24.428	-2.749	20.021	0.024	-0.007	-0.002
Si	27.168	0.071	20.627	-0.041	0.008	0.009
Si	29.922	2.742	20.569	-0.003	0.005	0.046
Si	27.209	5.458	20.623	-0.008	-0.017	0.058
Si	29.972	-8.048	20.483	-0.039	0.011	0.042
Si	27.229	-5.439	20.318	0.008	-0.023	-0.004
Si	29.95	-2.624	20.283	-0.026	-0.019	0.057
Si	32.603	0.027	20.16	0.006	0.025	0.006
Si	35.367	2.79	20.462	0.004	-0.022	0.034
Si	32.707	5.585	20.38	-0.034	-0.033	0.063
Si	35.232	-8.175	20.06	-0.014	0.011	0.018
Si	32.54	-5.39	20.22	-0.05	0.022	0.045
Si	35.195	-2.863	20.591	0.027	0.048	0.055
Si	38.018	0.012	20.318	-0.006	-0.001	-0.02
Si	40.566	2.828	20.414	-0.029	0.079	0.057
Si	37.998	5.437	20.105	0.009	-0.011	0.01
Si	40.663	-8.219	20.716	0.007	-0.05	0.047
Si	37.825	-5.601	20.671	0.009	0.043	0.115
Si	40.638	-2.709	20.527	-0.038	0.061	0.06
Si	-21.905	0.085	20.384	-0.015	0.046	0.01
Si	-19.043	2.826	20.457	-0.02	-0.023	0.1
Si	-21.667	5.505	20.496	0.005	-0.011	0.047
Si	-18.972	-8.106	20.556	-0.038	-0.028	0.057
Si	-21.841	-5.496	20.263	0.044	-0.02	-0.003
Si	-19.041	-2.609	20.472	-0.007	0.007	-0.001
Si	-16.401	0.051	20.331	0.013	-0.012	0.033
Si	-13.545	2.854	20.622	-0.066	-0.037	0.028
Si	-16.362	5.463	20.493	-0.02	0.011	0.065
Si	-13.616	-8.271	20.865	0.008	0.015	0.067
Si	-16.298	-5.255	20.415	-0.02	0.006	-0.013
Si	-13.588	-2.691	20.627	0.016	0.012	0.035
Si	-10.835	0.237	20.377	-0.045	0.012	0.033
Si	-8.01	2.43	20.547	0.117	-0.006	0.064
Si	-10.804	5.347	20.322	0.024	-0.058	0.023
Si	-8.141	8.056	20.753	0.022	0.022	0.067
Si	-10.956	-5.39	20.632	-0.055	0.049	0.06
Si	-8.131	-2.695	20.486	-0.02	0.017	0.09
Si	-5.246	-0.186	20.307	0.059	-0.008	0.026
Si	-2.647	2.739	20.356	-0.03	0.046	0.035
Si	-5.52	5.32	20.563	0.017	0.02	0.025
Si	-2.651	-8.317	20.542	0.068	0.049	0.025
Si	-5.386	-5.546	20.562	0.01	-0.055	0.048
Si	-2.582	-2.706	20.174	-0.017	0.024	-0.035
Si	1.353	-1.562	21.474	0.06	0.23	-0.671
Si	4.479	1.548	21.599	-0.23	-0.135	-0.744
Si	1.692	4.322	21.283	-0.143	-0.244	-0.729
Si	4.048	6.48	21.576	0.416	0.486	-0.646
Si	2.06	-6.343	21.74	-0.237	-0.139	-0.819
Si	4.148	-4.122	21.271	-0.016	0.023	-0.564
Si	6.247	-1.863	21.706	0.294	0.046	-0.732
Si	9.845	1.476	21.332	-0.045	-0.026	-0.72
Si	6.684	3.788	21.54	0.114	0.061	-0.828
Si	9.81	7.043	21.521	-0.016	-0.154	-0.76
Si	7.028	-6.79	21.291	-0.144	-0.057	-0.717
Si	9.215	-4.634	21.786	0.203	0.444	-0.776
Si	12.947	-0.856	21.849	-0.328	-0.168	-0.738
Si	15.009	1.405	21.27	0.029	-0.002	-0.584
Si	12.022	3.661	21.452	0.01	0.237	-0.719
Si	14.883	-9.465	21.393	-0.113	-0.191	-0.72
Si	11.929	-7.036	21.421	0.034	-0.047	-0.781
Si	15.062	-3.7	21.638	0.011	-0.279	-0.755
Si	17.444	-1.662	21.727	0.126	0.124	-0.738
Si	20.563	1.627	21.712	-0.178	-0.17	-0.715
Si	17.074	3.656	21.745	0.221	0.14	-0.735
Si	20.223	6.852	21.588	0.051	-0.03	-0.668
Si	17.152	9.103	21.722	0.307	0.376	-0.681
Si	20.826	-3.771	21.65	-0.242	-0.159	-0.711
Si	22.979	-1.548	21.336	-0.068	0.103	-0.695
Si	26.032	1.697	22.044	-0.064	-0.193	-0.672
Si	22.783	3.92	21.852	0.298	0.284	-0.668
Si	25.746	-9.452	21.852	-0.049	-0.144	-0.735
Si	23.45	-6.417	21.693	-0.242	-0.277	-0.788
Si	25.597	-4.2	21.382	0.099	-0.013	-0.687
Si	28.88	-1.143	21.741	-0.294	-0.072	-0.71
Si	31.137	1.039	21.663	0.048	0.254	-0.715
Si	28.375	3.856	21.987	0.076	0.168	-0.702
Si	31.709	-9.08	21.724	-0.154	-0.028	-0.706
Si	28.853	-6.38	21.748	-0.248	-0.378	-0.713
Si	31.093	-4.165	21.599	0.214	0.135	-0.7
Si	34.077	-1.043	21.606	-0.113	-0.399	-0.669
Si	36.474	1.074	21.688	0.155	0.364	-0.671
Si	34.359	4.555	21.687	-0.112	-0.167	-0.634
Si	36.556	-9.572	21.307	0	0.011	-0.541
Si	33.844	-6.898	21.377	-0.07	-0.002	-0.55
Si	36.004	-4.698	21.964	0.257	0.187	-0.756
Si	39.534	-0.984	21.768	-0.092	-0.334	-0.631
Si	41.744	1.252	21.622	0.15	0.045	-0.735
Si	39.15	4.268	21.723	0.108	-0.245	-0.659
Si	42.546	-9.241	21.85	-0.337	-0.104	-0.778
Si	38.709	-7.404	21.996	0.288	0.189	-0.742
Si	42.339	-3.949	21.569	-0.323	-0.23	-0.645
Si	-20.801	-1.547	21.637	0.394	0.278	-0.637
Si	-17.474	1.615	21.699	-0.157	-0.065	-0.791
Si	-20.016	4.465	21.857	-0.097	-0.054	-0.815
Si	-17.76	-9.642	21.942	0.055	0.159	-0.733
Si	-20.652	-6.913	21.67	0.146	0.063	-0.787
Si	-17.417	-3.687	21.805	-0.138	-0.037	-0.719
Si	-15.275	-1.439	21.693	0.193	-0.052	-0.644
Si	-11.779	1.861	21.853	-0.099	-0.003	-0.68
Si	-15.301	3.903	21.879	0.31	0.137	-0.715
Si	-11.707	6.69	22.006	-0.663	-0.208	-0.491
Si	-14.871	-6.409	21.85	0.096	-0.307	-0.704
Si	-12.529	-4.306	22.09	0.193	0.246	-0.71
Si	-9.52	-1.165	21.636	0.22	0.011	-0.669
Si	-6.284	1.182	21.831	-0.509	-0.256	-0.561
Si	-9.45	3.927	21.575	-0.004	-0.039	-0.489
Si	-7.233	6.185	22.018	0.166	0.224	-0.754
Si	-9.841	9.312	21.895	0.544	0.255	-0.688
Si	-6.59	-3.928	21.79	-0.272	-0.24	-0.642
Si	-4.188	-1.835	21.614	0.244	0.321	-0.736
Si	-1.258	1.468	21.721	0.228	0.165	-0.595
Si	-4.32	3.671	21.708	0.214	0.357	-0.796
Si	-1.078	6.812	21.905	0.031	0.14	-0.664
Si	-4.054	-7.004	21.891	-0.133	-0.032	-0.643
Si	-0.936	-3.645	21.477	0.079	-0.331	-0.728
Si	2.597	0.266	23.575	0.079	0.028	-0.104
Si	3.401	6.184	24.448	0.114	-0.011	-0.046
Si	1.093	3.492	-5.304	-0.02	-0.021	0.101
Si	6.758	-8.068	24.004	0.039	-0.088	-0.169
Si	-0.488	-4.988	25.776	0.02	0.04	-0.026
Si	-5.198	-5.286	-1.919	-0.052	-0.046	0.101
Si	6.872	-1.028	24.666	-0.056	-0.067	-0.106
Si	9.069	0.992	24.072	0.011	-0.088	-0.125
Si	8.564	3.409	25.477	0.1	-0.077	0.043
Si	8.021	5.635	23.739	0.054	0.004	-0.218
Si	10.39	-4.835	24.795	-0.08	-0.153	-0.289
Si	14.381	-2.45	-4.996	0.023	-0.039	-0.102
Si	8.554	-2.797	26.275	-0.055	-0.042	-0.022
Si	13.321	-1.088	24.92	0.065	-0.051	-0.125
Si	13.278	5.327	23.658	-0.031	0.025	-0.081
Si	18.406	-3.584	-5.127	0.133	0.178	0.108
Si	13.207	-5.111	23.652	-0.124	0.063	-0.172
Si	13.67	7.702	-1.906	-0.023	-0.084	0.052
Si	23.838	-4.952	-5.076	-0.108	-0.01	0.143
Si	23.773	5.749	24.051	0.071	-0.02	-0.043
Si	19.223	6.007	-6.275	-0.033	0.076	0.111
Si	18.407	5.488	23.769	-0.085	-0.004	-0.077
Si	20.702	-6.496	26.119	-0.039	-0.029	-0.104
Si	20.605	-3.809	24.636	0.182	0.022	-0.042
Si	26.186	-3.233	26.295	-0.035	0.06	0.06
Si	-30.792	4.139	24.52	-0.185	-0.107	0.044
Si	27.653	-8.096	23.742	0.006	0.057	0.035
Si	26.405	6.605	-6.52	-0.112	0.09	0.039
Si	21.939	-8.011	23.685	0.083	0.042	-0.076
Si	27.019	-2.476	23.669	0.118	0.001	-0.078
Si	24.232	-0.411	-2.773	0.052	0.082	0.154
Si	-28.112	0.673	-3.039	-0.07	-0.003	0
Si	31.96	-1.404	26.111	0.129	-0.038	-0.041
Si	31.991	7.699	-7.049	0.071	-0.009	-0.011
Si	29.823	5.9	23.844	0.068	-0.058	-0.061
Si	-32.531	0.175	23.906	0.096	0.014	-0.204
Si	-27.958	2.807	23.928	0.064	-0.045	-0.148
Si	-27.787	2.754	-5.345	0.136	-0.128	-0.056
Si	-30.056	6.43	26.055	0.04	-0.009	0.116
Si	-24.427	5.886	23.836	-0.033	-0.112	0.014
Si	32.163	-1.192	-4.944	-0.106	-0.13	0.092
Si	-29.971	-4.43	24.809	0.115	0.095	-0.133
Si	-22.945	1.715	24.543	-0.118	-0.066	-0.159
Si	-21.774	7.293	-5.269	0.157	0.015	0.031
Si	-25.852	-7.74	24.886	-0.137	-0.053	-0.12
Si	-28.899	-6.248	-7.155	-0.159	0.12	0.016
Si	-22.632	-6.241	-6.364	-0.074	0.038	-0.004
Si	-23.753	-3.471	24.237	0.184	-0.042	-0.039
Si	-18.452	0.955	24.621	-0.014	0.125	-0.103
Si	-10.782	5.329	-7.049	-0.026	-0.154	0.069
Si	-17.993	-6.368	26.283	0.042	-0.199	0.044
Si	-13.75	-1.466	-6.301	-0.03	-0.2	0.066
Si	-16.244	-7.841	24.113	-0.108	0.012	-0.139
Si	-20.419	-3.227	25.843	-0.061	-0.028	-0.138
Si	-11.979	0.82	-6.992	-0.074	0.005	0.055
Si	-10.451	6.147	24.851	-0.063	0.002	-0.331
Si	-14.882	4.529	24.954	-0.208	0.024	-0.145
Si	-10.591	-7.064	24.735	-0.056	0.07	-0.161
Si	-13.481	0.039	23.775	0.084	-0.025	-0.187
Si	-11.358	-2.241	23.736	0.143	-0.112	0.069
Si	-0.689	5.214	-6.89	-0.143	-0.014	0.025
Si	-5.334	1.216	-4.365	0.064	-0.127	0.06
Si	-11.137	7.726	-5.731	-0.053	0.053	-0.038
Si	-3.521	-6.696	-6.947	0.068	0.009	-0.021
Si	-8.969	-2.346	-5.136	-0.223	-0.008	0.159
Si	0.638	2.711	23.612	-0.093	0.028	0.086
Si	-5.246	0.461	24.641	0.056	-0.055	-0.327
Si	0.695	-5.761	-3.727	0.177	0.079	0.135
Si	1.082	3.347	-2.411	-0.084	0.088	-0.028
Si	-2.95	5.248	23.794	-0.055	0.082	-0.124
Si	-2.271	-5.153	23.625	-0.036	-0.075	-0.076
Si	-4.577	-4.69	25.728	0.014	-0.101	-0.004
Si	3.592	3.815	-3.819	-0.08	-0.014	0.059
Si	3.538	-6.024	-7.265	-0.052	-0.138	-0.13
Si	1.027	8.052	23.944	-0.062	0.008	-0.082
Si	-1.911	6.735	-4.832	-0.008	-0.04	0.153
Si	-1.559	-1.976	25.897	-0.001	0.01	-0.133
Si	4.599	-7.802	26.036	-0.077	-0.15	0.115
Si	8.391	3.38	-5.947	-0.095	0.05	0.039
Si	7.303	6.117	-4.918	0.058	-0.116	0.032
Si	4.251	6.216	-5.315	0.111	-0.024	0.033
Si	9.131	-7.55	25.755	-0.108	0.095	0.107
Si	2.91	-7.388	-4.714	0.014	-0.068	0.107
Si	8.167	-2.293	-5.152	-0.115	-0.052	-0.062
Si	7.141	0.453	-6.394	0.145	-0.108	-0.04
Si	15.004	0.773	-2.552	-0.005	0.038	0.019
Si	14.121	-7.22	25.265	0.08	-0.158	-0.007
Si	12.574	5.523	-3.814	-0.069	-0.08	0.092
Si	10.84	1.633	26.245	-0.148	-0.03	-0.003
Si	21.301	-3.49	-4.542	0.017	0.008	0.17
Si	14.852	4.259	26.21	0.005	0.051	-0.001
Si	23.244	-2.231	25.673	-0.001	-0.015	-0.153
Si	20.87	6.465	-2.314	0.059	-0.02	-0.116
Si	21.588	3.679	-2.261	-0.04	-0.11	0.326
Si	19.99	-7.407	-6.495	-0.012	-0.124	-0.009
Si	23.665	-2.096	-5.304	0.09	-0.055	-0.087
Si	23.664	2.846	-6.953	0.015	0.053	0.007
Si	28.913	-7.969	-6.895	0.047	-0.069	-0.071
Si	16.917	-8.065	24.49	0.039	-0.006	-0.191
Si	19.521	3.75	26.085	0.082	-0.023	0.027
Si	11.775	7.256	25.279	-0.065	0.019	-0.062
Si	17.643	-1.218	-7.127	-0.115	0.025	-0.076
Si	25.98	3.7	-5.439	-0.014	-0.017	-0.02
Si	-29.831	7.846	-2.566	-0.058	-0.084	0.107
Si	29.912	3.002	-2.075	-0.023	-0.057	0.053
Si	31.556	-6.445	26.179	-0.01	-0.074	-0.044
Si	29.846	-7.351	-2.004	-0.057	-0.039	0.04
Si	29.025	-1.043	-5.012	0.02	-0.089	-0.021
Si	-24.049	-2.325	-2.415	-0.104	-0.047	0.238
Si	-29.712	4.926	-6.186	0.039	-0.02	-0.178
Si	-25.007	3.125	-6.777	-0.105	0.112	0.084
Si	-23.007	5.449	-7.046	0.002	-0.11	0.029
Si	-26.935	-1.537	-7.237	-0.073	0.044	0.098
Si	-30.691	0.028	26.141	-0.138	-0.027	-0.019
Si	-26.081	-1.892	24.611	0.045	0.282	-0.072
Si	-25.467	7.446	-6.744	-0.018	0.089	0.019
Si	-20.596	3.318	24.736	0.175	-0.022	-0.108
Si	-20.549	-6.998	-3.445	0.053	-0.052	0.097
Si	-21.287	-1.843	-3.92	-0.009	-0.129	0.023
Si	-20.969	1.081	-4.92	-0.095	0.081	-0.003
Si	-21.776	-1.158	24.387	0.017	-0.093	-0.147
Si	-17.129	5.576	-7.222	-0.058	0.077	-0.075
Si	-15.735	4.853	-5.021	-0.043	-0.16	0.051
Si	-13.59	-4.652	-6.307	0.172	-0.018	-0.007
Si	-23.647	-6.306	-3.655	0.003	-0.034	-0.033
Si	-16.506	-4.945	-2.03	-0.07	0.046	0.075
Si	-14.798	7.014	-6.763	-0.106	-0.031	0.003
Si	-13.526	-7.242	25.526	-0.038	0.125	0.035
Si	-16.821	2.752	26.277	-0.159	0.031	0.124
Si	-7.599	-4.379	-6.896	0.116	0.138	-0.052
Si	-19.381	-4.987	23.87	0.034	0.063	-0.24
Si	-15.768	-2.155	-2.303	-0.101	-0.055	0.052
Si	-8.845	3.55	-5.571	-0.032	-0.067	-0.17
Si	-7.45	1.437	26.151	-0.02	-0.122	-0.052
Si	-6.664	6.022	-2.682	0.139	0.001	0.092
Si	-5.343	-5.345	-4.997	0.078	-0.001	0.042
Si	-8.752	-0.964	24.473	-0.238	0.027	-0.019
Si	-7.172	-3.606	24.75	-0.114	-0.109	-0.075
Si	-6.772	5.036	-7.219	-0.032	0.084	-0.091
Si	4.389	1.324	-7.015	-0.042	0.201	-0.105
Si	-5.263	7.379	24.053	-0.108	0.064	-0.136
Si	-10.679	-6.62	-2.258	0.091	-0.044	-0.073
Si	-2.305	1.028	-4.347	0.009	-0.066	0.111
Si	3.248	-3.862	-2.917	-0.028	0.039	-0.101
Si	2.346	3.679	25.799	0.101	-0.029	-0.16
Si	5.258	1.595	-2.761	0.063	-0.057	0.161
Si	-2.512	4.04	-4.992	-0.028	0.033	0
Si	-1.106	-5.238	-5.976	-0.124	-0.091	-0.039
Si	-0.159	7.988	-2.64	-0.001	-0.049	0.077
Si	4.659	-1.261	-2.662	-0.034	-0.024	0.197
Si	8.003	2.527	-2.015	-0.017	0.004	-0.042
Si	10.249	3.657	-3.689	0.076	0.088	0.12
Si	2.636	8.061	-2.022	-0.058	-0.034	0.134
Si	6.001	-3.552	-3.931	-0.106	-0.125	-0.091
Si	1.533	0.678	-5.722	0.017	0.125	0.001
Si	8.211	-3.191	-2.301	-0.049	-0.05	-0.022
Si	14.124	-2.273	-2.002	0.056	-0.008	0.212
Si	14.591	6.506	-5.746	-0.057	-0.046	0.05
Si	16.181	0.186	-5.152	0.051	-0.033	0.057
Si	8.233	7.847	-2.645	0.073	0.064	0.112
Si	8.618	-7.757	-5.614	0.13	0.106	0.029
Si	13.713	1.528	26.25	0.101	0.045	-0.024
Si	12.616	-0.523	-6.624	0.054	0.067	0.008
Si	20.025	1.151	24.761	0.102	0.153	-0.079
Si	12.845	2.861	-2.614	0.093	0.008	0.098
Si	18.737	7.864	-4.087	-0.047	-0.087	-0.061
Si	15.797	-7.644	-3.728	0.069	-0.03	-0.129
Si	15.872	-5.204	-5.519	-0.136	0.178	-0.104
Si	19.323	-2.818	-2.369	0.068	0.045	0.099
Si	24.732	-0.415	23.746	-0.065	0.144	0.024
Si	28.07	1.836	-4.057	-0.011	0.029	-0.024
Si	28.206	-6.695	-4.28	0.029	0.014	0.03
Si	18.506	-1.43	24.649	0.015	-0.025	-0.181
Si	25.384	-7.605	-4.472	0.019	0.013	-0.204
Si	32.206	-4.04	24.462	-0.088	-0.016	0.001
Si	23.683	2.387	-4.107	0.132	-0.095	-0.012
Si	23.783	7.747	-2.045	-0.018	0.107	0.204
Si	32.352	5.04	-2.169	0.103	-0.056	0.069
Si	26.861	0.188	-1.894	0.19	-0.004	-0.022
Si	28.741	-3.902	-4.842	-0.028	0.123	0.062
Si	-29.135	-3.406	-3.202	0.02	0.053	0.067
Si	-31.776	6.294	-4.627	0.043	0.11	-0.023
Si	31.91	-4.295	-4.96	-0.099	0.073	0.04
Si	-28.462	-6.083	-4.115	-0.173	0.022	0.061
Si	32.116	-5.285	-2.088	-0.035	0.115	-0.011
Si	-26.108	-5.581	-2.233	0.009	0.043	0.185
Si	-26.589	-1.859	-4.096	0.053	0.005	0.099
Si	-24.025	4.935	-2.13	0.041	0.011	0.126
Si	-30.762	-0.945	-3.096	-0.005	0.013	0.049
Si	-24.846	0.423	26.318	0	-0.062	-0.087
Si	-24.516	7.21	-3.934	-0.096	0.011	-0.063
Si	-21.057	-3.652	-6.479	-0.042	0.059	0.028
Si	-21.895	2.874	-2.491	0.082	-0.158	0.257
Si	-16.84	1.532	-2.629	0.033	0.002	0.183
Si	-18.225	0.258	-5.119	0.083	0.029	-0.051
Si	-16.297	4.527	-2.042	-0.202	-0.01	0.274
Si	-17.891	-5.526	-4.557	-0.051	-0.028	-0.019
Si	-14.243	0.044	-3.599	-0.09	0.008	0.072
Si	-18.186	-1.436	26.27	-0.027	0	0.084
Si	-11.854	1.739	-4.221	-0.034	0.07	-0.044
Si	-4.716	5.902	-5.184	0.049	-0.015	0.043
Si	-13.336	-7.977	-1.976	0.092	-0.216	-0.127
Si	-13.598	-7.26	-4.776	-0.099	0.011	-0.005
Si	-18.468	-2.462	-3.883	0.023	-0.035	0.244
Si	-9.584	6.987	-3.459	-0.081	-0.033	0.045
Si	-5.954	3.172	-2.05	0.189	-0.129	0.342
Si	-10.277	4.035	-3.012	-0.068	0.005	0.225
Si	-10.381	-3.849	-2.885	-0.192	0.2	0.054
Si	-6.526	-1.463	-3.539	-0.098	0.116	0.009
Si	-9.491	0.743	-5.688	0.129	-0.075	0.059
Si	-2.711	-0.379	23.662	-0.009	0.026	-0.031
Si	-2.677	-0.715	-6.741	0.013	0.138	0.024
Si	0.423	0.367	-2.905	-0.077	-0.061	0.036
Si	-3.866	-2.643	-4.553	0.013	-0.086	0.019
Si	-8.362	-2.336	-1.436	-0.035	0.055	-0.047
Si	-2.893	-3.063	-1.932	0.021	0.058	0.178
Si	1.374	-1.392	5.478	-0.003	0	-0.005
Si	4.104	1.279	5.389	0.007	-0.026	-0.025
Si	1.315	4.043	5.474	-0.007	-0.012	-0.013
Si	4.1	6.778	5.45	0.005	-0.023	-0.004
Si	1.367	9.54	5.414	0.003	0.003	-0.015
Si	4.114	-4.123	5.339	-0.009	-0.012	-0.03
Si	6.761	-1.447	5.301	-0.021	0.006	-0.024
Si	9.538	1.287	5.326	0.043	-0.008	-0.029
Si	6.794	4.032	5.386	-0.001	-0.014	0.003
Si	9.531	6.737	5.374	0.01	0	-0.025
Si	6.824	-6.844	5.41	-0.015	-0.009	0.002
Si	9.55	12.173	5.312	0.009	-0.033	-0.02
Si	12.25	-1.406	5.312	0.015	0.011	-0.014
Si	15.007	1.26	5.424	0.008	0.004	0
Si	12.199	4.018	5.435	0.01	0.023	-0.01
Si	14.899	6.799	5.505	-0.004	-0.021	0.016
Si	12.203	9.503	5.389	-0.012	0.014	0.005
Si	14.967	-4.091	5.408	-0.007	0.005	-0.012
Si	17.73	-1.348	5.453	0.003	0.016	-0.009
Si	20.389	1.401	5.54	-0.002	-0.004	0.009
Si	17.67	4.074	5.521	0.011	0.001	0.007
Si	20.39	6.869	5.557	0.004	0.006	0.021
Si	17.66	-6.725	5.537	-0.022	0.013	0.002
Si	20.417	-3.966	5.509	0.008	0.037	0.002
Si	23.124	-1.306	5.511	0.006	0	0.006
Si	25.818	1.471	5.506	-0.034	-0.021	0.005
Si	23.122	4.157	5.523	-0.028	-0.012	-0.015
Si	25.825	6.909	5.472	-0.012	-0.006	-0.002
Si	23.126	-6.716	5.496	-0.006	-0.025	-0.002
Si	25.815	-4.026	5.472	-0.001	-0.001	-0.001
Si	28.585	-1.253	5.467	0.003	0.002	0.009
Si	31.291	1.45	5.382	-0.006	-0.008	-0.008
Si	28.581	4.22	5.392	-0.021	-0.023	-0.016
Si	31.273	6.908	5.3	-0.008	-0.02	-0.012
Si	28.557	-6.701	5.387	-0.014	-0.003	-0.019
Si	31.346	-4.017	5.348	0.012	0.009	0.001
Si	34.02	-1.318	5.313	-0.02	-0.016	-0.006
Si	-28.534	1.404	5.312	0.017	0.002	-0.027
Si	33.991	4.186	5.315	-0.005	0.017	-0.016
Si	-28.612	6.855	5.335	-0.012	0.011	-0.007
Si	33.987	-6.735	5.26	-0.009	-0.009	-0.029
Si	-28.568	-4.058	5.298	0.002	0.033	-0.025
Si	-25.862	-1.352	5.35	0.02	-0.011	-0.027
Si	-23.11	1.338	5.478	-0.029	0.01	-0.011
Si	-25.847	4.081	5.415	0.003	0.015	0.004
Si	-23.101	6.769	5.401	-0.014	-0.015	-0.022
Si	-25.811	-6.769	5.347	0.057	0.019	-0.006
Si	-23.136	-4.101	5.374	-0.007	0.016	-0.024
Si	-20.383	-1.436	5.506	0.007	-0.017	0.002
Si	-17.673	1.337	5.589	-0.008	0.011	0.004
Si	-20.369	4.079	5.485	0.014	0.016	-0.013
Si	-17.678	6.78	5.454	0.014	0.012	-0.002
Si	-20.399	-6.879	5.455	0.005	-0.015	-0.013
Si	-17.65	-4.164	5.48	0.016	0.036	-0.029
Si	-14.935	-1.436	5.59	0.022	-0.009	0.005
Si	-12.22	1.34	5.542	-0.014	-0.007	0.003
Si	-14.967	4.064	5.534	-0.002	-0.027	-0.007
Si	-12.231	6.832	5.499	0.005	0.009	-0.01
Si	-14.962	-6.883	5.493	-0.03	-0.025	0.004
Si	-12.261	-4.141	5.532	0	-0.015	-0.021
Si	-9.538	-1.372	5.534	0.006	-0.003	-0.012
Si	-6.839	1.359	5.588	-0.015	-0.018	-0.005
Si	-9.501	4.076	5.551	0.009	0.016	0.005
Si	-6.804	6.757	5.502	-0.006	-0.02	-0.005
Si	-9.548	-6.815	5.472	-0.017	0.002	-0.019
Si	-6.816	-4.074	5.499	-0.003	0.017	-0.015
Si	-4.115	-1.412	5.518	0.004	0.015	-0.003
Si	-1.342	1.338	5.5	0.014	0.012	0.006
Si	-4.13	4.077	5.552	-0.015	0.002	-0.007
Si	-1.385	6.824	5.506	-0.002	-0.013	-0.002
Si	-4.085	-6.848	5.513	0.019	-0.003	-0.013
Si	-1.34	-4.118	5.525	0.032	0	-0.005
Si	2.736	-0.024	6.796	-0.02	0.015	0.004
Si	5.445	2.662	6.739	-0.003	0.012	0.005
Si	2.72	5.405	6.782	0.02	-0.01	-0.009
Si	5.451	-8.174	6.783	-0.013	0.022	0.008
Si	2.741	-5.437	6.754	0	0.013	-0.002
Si	5.442	-2.77	6.724	-0.002	0.005	0.005
Si	8.143	-0.069	6.656	-0.006	0.011	-0.011
Si	10.849	2.643	6.752	0.001	0.007	0
Si	8.162	5.392	6.737	-0.009	-0.002	-0.009
Si	10.865	8.119	6.74	0.003	0.004	0.004
Si	8.195	10.848	6.722	-0.002	-0.013	0.005
Si	10.894	-2.768	6.676	0.003	-0.02	-0.008
Si	13.601	-0.074	6.735	0.027	0.005	-0.01
Si	16.308	2.673	6.811	0.002	-0.009	-0.011
Si	13.55	5.397	6.802	-0.021	0.026	0.002
Si	16.304	-8.155	6.823	0.019	-0.013	-0.022
Si	13.59	-5.459	6.738	0.004	-0.007	-0.013
Si	16.346	-2.735	6.766	0.021	-0.021	-0.013
Si	19.027	0.027	6.855	-0.028	0.034	-0.005
Si	21.775	2.765	6.859	0.013	-0.014	-0.007
Si	19.041	5.452	6.855	0.017	-0.012	-0.012
Si	21.771	-8.079	6.859	-0.014	0.009	-0.004
Si	19.048	-5.355	6.841	-0.033	0.005	-0.011
Si	21.784	-2.657	6.88	0.005	-0.013	-0.003
Si	24.495	0.062	6.843	0.015	-0.005	0.001
Si	27.224	2.849	6.782	-0.02	0.018	-0.016
Si	24.504	5.518	6.84	0.035	-0.022	-0.009
Si	27.218	-8.057	6.788	-0.007	0.011	-0.002
Si	24.494	-5.384	6.856	0.016	-0.001	-0.004
Si	27.212	-2.65	6.788	0	0.01	-0.011
Si	29.951	0.105	6.789	-0.002	-0.007	0.004
Si	32.663	2.811	6.713	0.005	-0.01	0.008
Si	29.958	5.551	6.736	0.01	0.009	-0.008
Si	32.641	-8.076	6.676	0.007	0.006	0.004
Si	29.954	-5.359	6.725	0.018	-0.012	-0.006
Si	32.675	-2.655	6.722	-0.003	0.005	0.006
Si	-29.893	0.036	6.684	0.01	-0.019	0.002
Si	-27.206	2.721	6.755	0.016	-0.001	0.004
Si	-29.944	5.506	6.725	0.004	0.008	0.013
Si	-27.2	-8.134	6.693	-0.005	-0.025	-0.003
Si	-29.927	-5.409	6.671	-0.004	0.005	0
Si	-27.226	-2.705	6.706	0.01	0.013	0.016
Si	-24.505	-0.025	6.778	0.006	-0.021	0.004
Si	-21.755	2.717	6.828	0.008	-0.02	-0.002
Si	-24.482	5.441	6.773	-0.018	0.002	0.001
Si	-21.766	-8.207	6.815	0.007	0.01	0.013
Si	-24.486	-5.434	6.761	-0.022	0.016	0.017
Si	-21.786	-2.777	6.809	-0.003	-0.006	0.004
Si	-19.056	-0.046	6.886	0.01	0.015	-0.008
Si	-16.305	2.707	6.918	-0.015	-0.011	-0.002
Si	-19.028	5.442	6.85	-0.026	0.005	-0.006
Si	-16.328	-8.208	6.861	0.021	-0.006	0.005
Si	-19.04	-5.502	6.827	-0.001	-0.028	0.001
Si	-16.338	-2.787	6.895	0.007	0.004	-0.004
Si	-13.576	-0.032	6.906	-0.004	-0.018	-0.012
Si	-10.875	2.711	6.901	0.024	-0.011	-0.01
Si	-13.593	5.447	6.861	-0.002	0.018	-0.008
Si	-10.893	-8.144	6.882	-0.02	-0.002	-0.002
Si	-13.628	-5.495	6.877	-0.001	0.002	-0.003
Si	-10.9	-2.752	6.877	-0.012	0.013	-0.008
Si	-8.206	-0.012	6.919	-0.008	0.031	-0.003
Si	-5.459	2.705	6.921	0.005	-0.005	0.004
Si	-8.149	5.426	6.904	-0.005	-0.017	0.006
Si	-5.469	-8.184	6.865	-0.003	0.017	-0.005
Si	-8.182	-5.458	6.839	0.015	-0.005	-0.005
Si	-5.464	-2.75	6.893	0.003	-0.002	-0.012
Si	-2.741	-0.02	6.839	-0.005	0.015	-0.013
Si	-0.015	2.7	6.862	0.008	-0.003	0.004
Si	-2.747	5.451	6.863	-0.006	0.005	-0.004
Si	0.005	8.187	6.808	-0.027	0.011	-0.007
Si	-2.715	-5.488	6.857	0.025	-0.021	-0.017
Si	0.011	-2.738	6.846	0.002	0.002	0.017
Si	1.37	1.328	8.165	0.014	0.018	0.005
Si	4.082	4.026	8.108	-0.031	-0.029	-0.002
Si	1.358	6.784	8.132	0.011	-0.001	-0.015
Si	4.082	-6.81	8.118	0.005	-0.008	0.003
Si	1.378	-4.11	8.159	-0.006	-0.008	0.009
Si	4.091	-1.413	8.109	0.003	-0.007	-0.002
Si	6.819	1.297	8.062	0.002	0.013	0
Si	9.509	4.029	8.096	-0.006	-0.005	0.006
Si	6.809	6.759	8.102	-0.006	-0.007	0.002
Si	9.522	9.483	8.096	-0.006	-0.004	0.012
Si	6.819	-4.117	8.073	0.016	0.005	-0.002
Si	9.521	-1.407	8.027	0.006	0.004	-0.014
Si	12.254	1.311	8.085	0.016	0.024	-0.005
Si	14.948	4.054	8.136	0.012	0.011	-0.009
Si	12.213	6.78	8.127	0.007	-0.024	0.007
Si	14.94	-6.791	8.136	0	0	0.01
Si	12.236	-4.098	8.08	0.007	0.001	0.007
Si	14.972	-1.389	8.115	-0.029	0.005	0.002
Si	17.673	1.367	8.2	-0.008	-0.011	0.017
Si	20.411	4.11	8.207	-0.024	-0.005	0.003
Si	17.677	6.818	8.177	0	0.001	0.008
Si	20.403	-6.73	8.192	0.027	0.004	-0.008
Si	17.68	-4.041	8.187	0.005	-0.007	0.018
Si	20.407	-1.311	8.208	0.001	-0.002	0.013
Si	23.142	1.41	8.201	0.013	0.011	0.007
Si	25.868	4.161	8.178	0.003	0.009	0.015
Si	23.135	6.865	8.191	-0.016	0.015	-0.006
Si	25.868	-6.736	8.186	-0.003	0.011	0.011
Si	23.138	-4.032	8.213	-0.015	0.006	0.011
Si	25.864	-1.307	8.174	-0.015	-0.003	0
Si	28.57	1.454	8.131	0.014	-0.019	-0.003
Si	31.299	4.157	8.091	-0.002	0	0.001
Si	28.583	6.878	8.119	-0.012	-0.012	0.006
Si	31.293	-6.74	8.083	-0.018	-0.012	0.008
Si	28.591	-4.016	8.12	-0.007	0.006	-0.009
Si	31.309	-1.3	8.104	0.001	0.005	-0.006
Si	-31.258	1.412	8.057	-0.005	0.02	-0.018
Si	-28.574	4.12	8.083	-0.006	0.005	-0.01
Si	-31.298	6.873	8.075	-0.002	-0.013	0.008
Si	-28.563	-6.768	8.057	0.014	0.009	-0.009
Si	-31.261	-4.043	8.07	-0.004	0.001	0.01
Si	-28.561	-1.33	8.081	-0.01	-0.006	0.001
Si	-25.849	1.363	8.131	-0.021	0	0.005
Si	-23.128	4.088	8.164	0.008	0.018	0.004
Si	-25.857	6.824	8.102	0.019	0.009	-0.001
Si	-23.13	-6.802	8.139	-0.006	-0.005	-0.007
Si	-25.857	-4.056	8.097	0.019	0.002	0.001
Si	-23.138	-1.38	8.151	-0.012	-0.013	0.004
Si	-20.418	1.346	8.212	-0.008	-0.022	-0.006
Si	-17.685	4.079	8.236	0.016	-0.002	0.004
Si	-20.399	6.793	8.205	0.009	0.001	0.011
Si	-17.681	-6.829	8.218	0.012	0.001	0.002
Si	-20.408	-4.119	8.179	0.014	0.022	-0.01
Si	-17.687	-1.395	8.244	0.003	0.002	0
Si	-14.946	1.336	8.26	0.011	0.02	0
Si	-12.246	4.082	8.24	-0.002	-0.007	-0.012
Si	-14.961	6.78	8.238	-0.024	-0.007	0.005
Si	-12.257	-6.816	8.257	0.004	-0.007	0.014
Si	-14.971	-4.126	8.253	-0.006	0.007	0.01
Si	-12.236	-1.394	8.266	0	0.025	0.013
Si	-9.547	1.348	8.282	-0.016	-0.027	0.017
Si	-6.818	4.06	8.275	-0.004	-0.006	0.008
Si	-9.531	6.798	8.234	0.025	0.01	-0.01
Si	-6.831	-6.818	8.215	-0.006	-0.004	-0.001
Si	-9.532	-4.106	8.228	-0.002	-0.009	-0.008
Si	-6.822	-1.38	8.248	0.019	0.006	-0.004
Si	-4.085	1.328	8.233	0.01	0.003	-0.002
Si	-1.388	4.068	8.197	-0.008	-0.035	0.002
Si	-4.107	6.791	8.23	0.013	-0.008	0.002
Si	-1.357	-6.825	8.211	-0.003	0.019	0.015
Si	-4.092	-4.128	8.213	-0.022	-0.007	0
Si	-1.374	-1.383	8.189	0.014	-0.004	-0.004
Si	-0.002	-0.02	9.527	0.006	0.03	0.001
Si	2.726	2.696	9.495	-0.004	-0.007	0.013
Si	-0.007	5.437	9.512	-0.009	0.008	-0.005
Si	2.717	-8.172	9.476	-0.005	0.01	-0.003
Si	0.003	-5.451	9.533	0.01	-0.014	0.001
Si	2.731	-2.742	9.496	0.005	0.006	0.01
Si	5.456	-0.042	9.437	0.001	-0.004	0.006
Si	8.152	2.667	9.434	0.009	0.003	0.009
Si	5.438	5.402	9.449	0.009	-0.008	0
Si	8.163	8.125	9.452	-0.005	0.002	0.002
Si	5.456	-5.458	9.454	-0.017	0.006	0.006
Si	8.177	-2.751	9.415	-0.011	-0.004	0.002
Si	10.878	-0.053	9.407	0.002	-0.001	-0.003
Si	13.597	2.679	9.467	0.002	0.003	0.005
Si	10.865	5.397	9.456	-0.005	0.018	0.003
Si	13.593	-8.177	9.466	0.002	-0.007	-0.009
Si	10.888	-5.466	9.435	0.004	-0.011	0.002
Si	13.604	-2.751	9.445	0.018	-0.025	-0.003
Si	16.314	-0.024	9.503	-0.004	0.021	0.002
Si	19.05	2.734	9.536	0.005	-0.004	0.004
Si	16.319	5.424	9.491	0.001	-0.01	-0.002
Si	19.053	-8.134	9.514	-0.001	0.002	-0.008
Si	16.32	-5.442	9.491	0.001	0.002	-0.006
Si	19.051	-2.693	9.54	-0.019	-0.001	0.002
Si	21.782	0.045	9.548	-0.004	0.009	-0.006
Si	24.515	2.778	9.529	0.002	-0.018	-0.001
Si	21.783	5.483	9.537	0.013	-0.009	-0.005
Si	24.502	-8.102	9.539	0.022	-0.013	0.002
Si	21.773	-5.396	9.557	-0.006	-0.001	0.003
Si	24.509	-2.666	9.543	0.01	-0.005	0.001
Si	27.228	0.072	9.502	-0.008	0.009	0
Si	29.939	2.803	9.475	-0.015	0.01	0.005
Si	27.232	5.523	9.507	0.003	-0.01	0.007
Si	29.942	-8.091	9.475	0.01	0.008	0.005
Si	27.236	-5.368	9.513	0.003	-0.015	0.003
Si	29.943	-2.652	9.479	0.002	0.01	0.005
Si	-32.614	0.064	9.449	-0.001	-0.019	0.007
Si	-29.922	2.761	9.456	0.02	-0.011	0.006
Si	-32.633	5.506	9.461	-0.003	0.016	0.013
Si	-29.919	-8.116	9.446	-0.007	-0.004	0.002
Si	-32.629	-5.386	9.449	0.011	0.013	0.001
Si	-29.913	-2.691	9.448	-0.002	0.002	0.011
Si	-27.215	0.012	9.482	0.015	-0.012	0.008
Si	-24.493	2.721	9.512	0.001	-0.012	0.003
Si	-27.212	5.461	9.468	-0.004	-0.014	0.002
Si	-24.497	-8.152	9.496	-0.007	0.009	0.009
Si	-27.211	-5.424	9.452	-0.008	0.013	0.003
Si	-24.503	-2.725	9.506	-0.003	0.012	0.005
Si	-21.79	-0.02	9.545	-0.011	0.008	-0.001
Si	-19.053	2.71	9.577	-0.003	0.009	-0.005
Si	-21.771	5.437	9.547	0.002	-0.009	0.002
Si	-19.048	-8.168	9.582	-0.005	0.004	0.009
Si	-21.776	-5.459	9.539	0.012	-0.016	0.005
Si	-19.069	-2.751	9.579	-0.003	0.003	0
Si	-16.327	-0.021	9.604	-0.001	-0.013	-0.004
Si	-13.598	2.715	9.614	-0.009	-0.017	0.002
Si	-16.323	5.433	9.602	0.012	-0.004	0.001
Si	-13.615	-8.174	9.617	0.001	-0.002	0.005
Si	-16.34	-5.469	9.61	-0.007	-0.003	0.002
Si	-13.615	-2.747	9.612	-0.001	-0.005	-0.003
Si	-10.897	-0.022	9.635	0.006	0.004	0.005
Si	-8.179	2.703	9.632	0	0.006	0.007
Si	-10.888	5.44	9.605	-0.003	0	-0.001
Si	-8.177	-8.169	9.599	-0.012	0.012	0.007
Si	-10.89	-5.452	9.606	-0.01	0.014	0.002
Si	-8.18	-2.749	9.603	-0.001	-0.004	-0.001
Si	-5.454	-0.025	9.596	0.001	0.001	0
Si	-2.731	2.705	9.57	-0.01	0.004	0.009
Si	-5.453	5.43	9.605	-0.003	-0.005	0.004
Si	-2.736	-8.172	9.566	0.01	0.003	0
Si	-5.464	-5.47	9.578	0.011	-0.004	0.003
Si	-2.734	-2.749	9.553	0.005	0.015	-0.008
Si	1.367	-1.386	10.861	-0.009	-0.024	0.001
Si	4.097	1.315	10.807	0.003	0.01	-0.008
Si	1.357	4.061	10.844	0.02	-0.016	-0.01
Si	4.079	-9.548	10.806	-0.015	0.005	-0.012
Si	1.357	-6.831	10.858	-0.011	0.003	-0.001
Si	4.096	-4.11	10.826	0.007	0.001	0.001
Si	6.819	-1.4	10.78	0.011	0.009	-0.007
Si	9.533	1.315	10.767	0.001	0.016	-0.004
Si	6.798	4.034	10.789	-0.018	-0.007	0.002
Si	9.519	6.765	10.805	-0.003	-0.012	0.008
Si	6.808	9.491	10.802	-0.002	-0.011	0.004
Si	9.532	-4.102	10.78	0.004	-0.006	0.001
Si	12.244	-1.388	10.783	0.011	0.005	-0.006
Si	14.964	1.345	10.841	-0.007	0	0.008
Si	12.243	4.05	10.806	0.001	0.01	0.005
Si	14.963	-9.523	10.821	0.001	0.008	0.001
Si	12.244	-6.813	10.805	0.013	-0.005	0.005
Si	14.962	-4.083	10.822	-0.015	0.001	0.003
Si	17.686	-1.349	10.88	0.001	0.003	0.017
Si	20.424	1.395	10.894	0	-0.005	0.009
Si	17.688	4.092	10.869	0.009	0	0.006
Si	20.415	-9.486	10.881	0.006	0.003	0
Si	17.688	-6.786	10.855	-0.006	-0.009	0.004
Si	20.41	-4.046	10.902	-0.001	0.012	0.01
Si	23.142	-1.316	10.899	-0.004	-0.003	0.002
Si	25.868	1.411	10.88	-0.001	-0.009	0.005
Si	23.148	4.122	10.886	0.015	-0.007	0
Si	25.859	-9.469	10.881	-0.013	0.013	0.003
Si	23.135	-6.759	10.902	-0.018	0.008	-0.006
Si	25.865	-4.031	10.89	-0.002	0.017	0.006
Si	28.581	-1.3	10.857	0.003	-0.008	0
Si	31.29	1.415	10.818	0	0.001	-0.014
Si	28.572	4.14	10.854	-0.004	0.014	0.006
Si	31.284	-9.471	10.834	-0.007	-0.023	0
Si	28.578	-6.752	10.858	-0.002	0.005	0.009
Si	31.294	-4.031	10.83	-0.003	-0.019	0.001
Si	-31.273	-1.322	10.808	0.008	-0.002	-0.011
Si	-28.57	1.394	10.832	-0.01	0	-0.008
Si	-31.282	4.127	10.823	-0.01	-0.002	-0.011
Si	-28.573	-9.492	10.828	0.01	0.001	0.002
Si	-31.279	-6.756	10.815	-0.005	0.009	0.002
Si	-28.561	-4.059	10.819	0.01	0.002	-0.006
Si	-25.855	-1.345	10.856	-0.004	0.002	0.002
Si	-23.142	1.36	10.897	0.008	-0.014	0.007
Si	-25.858	4.098	10.856	0.004	0.015	0
Si	-23.134	-9.502	10.884	0.01	-0.002	-0.006
Si	-25.857	-6.776	10.844	0.003	0	-0.012
Si	-23.138	-4.077	10.886	-0.007	0.006	-0.009
Si	-20.429	-1.369	10.929	0	0.003	-0.003
Si	-17.69	1.357	10.951	0.005	0.001	-0.003
Si	-20.414	4.084	10.924	-0.007	-0.002	0.002
Si	-17.682	-9.516	10.953	0.005	-0.001	-0.005
Si	-20.413	-6.796	10.929	0.008	0.004	-0.002
Si	-17.703	-4.092	10.961	0.003	0.011	-0.001
Si	-14.972	-1.376	10.974	0.001	0.011	0
Si	-12.252	1.351	10.988	0.013	-0.004	0.005
Si	-14.965	4.079	10.969	-0.013	0.006	-0.001
Si	-12.245	-9.524	10.98	-0.006	-0.009	0
Si	-14.971	-6.808	10.981	-0.003	0.002	0.008
Si	-12.247	-4.096	10.975	0.009	0.007	-0.002
Si	-9.529	-1.386	10.979	-0.013	0.01	-0.001
Si	-6.81	1.331	10.969	0.006	-0.001	0.005
Si	-9.538	4.078	10.979	0.002	-0.014	-0.006
Si	-6.818	-9.53	10.961	0.004	-0.005	-0.006
Si	-9.532	-6.813	10.97	0.002	-0.012	-0.009
Si	-6.819	-4.117	10.954	0.008	0.001	-0.008
Si	-4.096	-1.403	10.933	-0.004	0.005	-0.001
Si	-1.359	1.337	10.899	0.011	-0.002	-0.001
Si	-4.091	4.057	10.94	0.011	-0.009	0.007
Si	-1.367	6.781	10.893	-0.018	-0.005	0.002
Si	-4.104	-6.827	10.934	-0.005	0.001	0.002
Si	-1.368	-4.105	10.901	0.01	-0.004	0.008
Si	2.743	-0.021	12.191	0.014	0.024	0.002
Si	5.447	2.681	12.151	-0.009	-0.012	0
Si	2.718	5.428	12.178	-0.012	-0.005	0.002
Si	5.442	-8.19	12.151	-0.008	-0.01	0.006
Si	2.726	-5.465	12.182	-0.001	-0.012	-0.006
Si	5.466	-2.745	12.155	-0.003	0.002	0.003
Si	8.18	-0.039	12.122	0.002	0.002	-0.006
Si	10.887	2.669	12.133	0.006	-0.004	-0.002
Si	8.16	5.391	12.139	-0.012	0.005	0.002
Si	10.887	8.137	12.141	-0.003	-0.004	-0.006
Si	8.177	10.861	12.137	-0.001	0.001	-0.005
Si	10.897	-2.749	12.138	0.008	-0.003	-0.006
Si	13.599	-0.036	12.156	-0.01	0.003	-0.004
Si	16.337	2.706	12.198	0.002	0.002	0.004
Si	13.607	5.425	12.152	0.027	0.006	-0.004
Si	16.334	-8.17	12.182	0.008	0	-0.007
Si	13.614	-5.457	12.155	0.009	0.002	-0.011
Si	16.318	-2.737	12.194	-0.022	-0.033	-0.011
Si	19.069	0.011	12.221	-0.005	0.014	-0.007
Si	21.79	2.76	12.242	0.003	0.002	-0.009
Si	19.06	5.455	12.22	-0.005	0.004	-0.002
Si	21.776	-8.136	12.249	0.02	0.004	0
Si	19.045	-5.434	12.225	0.003	-0.006	-0.009
Si	21.783	-2.687	12.248	-0.001	0.002	-0.006
Si	24.505	0.053	12.242	0.001	0	-0.01
Si	27.218	2.78	12.232	0	-0.005	-0.002
Si	24.509	5.476	12.241	-0.001	0.001	-0.007
Si	27.208	-8.106	12.231	-0.002	-0.014	-0.001
Si	24.495	-5.394	12.251	0.006	-0.018	-0.004
Si	27.219	-2.658	12.234	-0.011	0	0.003
Si	29.934	0.071	12.209	0.012	0.006	0.004
Si	32.629	2.773	12.187	-0.004	-0.01	0.001
Si	29.918	5.498	12.208	0.001	-0.001	-0.002
Si	32.648	-8.119	12.188	0.002	0.01	-0.008
Si	29.936	-5.39	12.205	0.001	0.008	-0.002
Si	32.645	-2.663	12.188	0.01	0.025	0.002
Si	-29.93	0.028	12.185	-0.007	-0.013	-0.002
Si	-27.214	2.734	12.223	-0.01	-0.017	0.006
Si	-29.924	5.467	12.206	-0.003	-0.002	0.008
Si	-27.214	-8.137	12.203	0.003	0.003	0.003
Si	-29.927	-5.403	12.188	0.007	0.004	0
Si	-27.207	-2.715	12.203	0.002	0.005	-0.004
Si	-24.51	0.002	12.252	-0.01	-0.009	-0.007
Si	-21.777	2.718	12.27	0.003	0.005	-0.011
Si	-24.497	5.455	12.232	0.005	-0.003	-0.007
Si	-21.776	-8.154	12.278	0.003	0.011	0.003
Si	-24.501	-5.434	12.24	0.009	0.003	0.007
Si	-21.799	-2.721	12.29	-0.002	-0.004	0.001
Si	-19.064	-0.004	12.298	-0.005	0.003	-0.005
Si	-16.336	2.727	12.323	0.013	-0.006	0
Si	-19.055	5.448	12.294	0.008	-0.005	-0.009
Si	-16.337	-8.158	12.34	-0.012	-0.017	0.004
Si	-19.073	-5.437	12.324	-0.01	-0.013	0
Si	-16.339	-2.73	12.332	-0.013	-0.001	0.001
Si	-13.618	-0.01	12.344	-0.013	0.001	0.002
Si	-10.889	2.715	12.346	-0.008	0.006	0.006
Si	-13.606	5.439	12.339	-0.002	-0.005	-0.002
Si	-10.89	-8.156	12.347	0.018	0.015	0.002
Si	-13.605	-5.446	12.345	0.005	0.011	-0.003
Si	-10.89	-2.741	12.342	-0.003	0	-0.004
Si	-8.165	-0.031	12.337	0.006	-0.007	0.005
Si	-5.449	2.702	12.31	-0.003	0.004	0
Si	-8.177	5.441	12.334	0	0.004	0.001
Si	-5.454	-8.179	12.319	0.004	0.001	0.002
Si	-8.164	-5.474	12.34	-0.013	0.017	-0.002
Si	-5.456	-2.762	12.308	-0.004	-0.008	-0.003
Si	-2.722	-0.028	12.256	-0.004	-0.002	-0.012
Si	0.005	2.715	12.227	-0.011	0.01	0.006
Si	-2.722	5.431	12.267	0.014	-0.002	-0.009
Si	-0.01	8.149	12.234	0.012	0	-0.002
Si	-2.738	-5.462	12.27	-0.012	-0.006	-0.01
Si	0.004	-2.736	12.229	0.012	0.027	-0.002
Si	1.384	1.347	13.547	0.009	0.002	-0.004
Si	4.088	4.051	13.495	-0.006	-0.006	-0.012
Si	1.356	6.773	13.556	0.003	-0.003	0.001
Si	4.084	-6.833	13.513	-0.016	0.022	-0.001
Si	1.375	-4.107	13.553	-0.002	-0.006	-0.004
Si	4.117	-1.389	13.522	0.009	-0.025	0.002
Si	6.82	1.312	13.474	0.002	0.014	-0.009
Si	9.523	4.021	13.476	0.013	-0.006	-0.004
Si	6.807	-9.56	13.485	-0.005	0.008	0.007
Si	9.544	9.51	13.485	0	-0.015	0.004
Si	6.828	-4.104	13.499	-0.003	-0.005	-0.004
Si	9.544	-1.382	13.48	-0.007	0.017	-0.009
Si	12.246	1.321	13.499	0	0.004	0
Si	14.974	4.086	13.516	-0.02	0.01	0.007
Si	12.251	6.789	13.494	-0.009	0.015	0.009
Si	14.985	-6.795	13.511	-0.008	-0.017	-0.013
Si	12.259	-4.101	13.496	0.029	-0.022	-0.001
Si	14.954	-1.381	13.529	-0.002	0.028	0.005
Si	17.714	1.362	13.562	0.01	-0.018	0.009
Si	20.424	4.11	13.592	0.016	0	0.003
Si	17.693	-9.511	13.558	0.008	0.005	0.001
Si	20.405	-6.783	13.594	-0.01	-0.005	0.004
Si	17.671	-4.087	13.563	-0.011	0.031	0.004
Si	20.428	-1.329	13.596	0	-0.004	0.011
Si	23.153	1.412	13.605	0	-0.02	0.002
Si	25.854	4.118	13.614	-0.001	0.001	-0.005
Si	23.135	-9.508	13.599	0.012	-0.012	-0.009
Si	25.839	-6.768	13.605	-0.021	0.021	0.006
Si	23.13	-4.046	13.616	-0.009	0.017	0.002
Si	25.849	-1.309	13.606	-0.008	0.001	-0.001
Si	28.571	1.423	13.592	-0.003	0	-0.005
Si	31.256	4.119	13.558	-0.012	0.007	-0.011
Si	28.543	-9.491	13.583	-0.002	0.006	-0.006
Si	31.274	-6.78	13.553	0.025	-0.011	0.006
Si	28.571	-4.04	13.575	0.013	-0.011	0.008
Si	31.288	-1.3	13.561	-0.005	-0.017	-0.006
Si	33.973	1.387	13.534	0.003	0.002	-0.015
Si	-28.574	4.095	13.584	0.012	0.005	0.014
Si	33.992	-9.484	13.562	-0.015	0.003	0.001
Si	-28.581	-6.775	13.556	-0.007	-0.002	-0.011
Si	33.997	-4.031	13.546	-0.008	-0.012	-0.007
Si	-28.571	-1.344	13.538	-0.002	0	-0.015
Si	-25.866	1.369	13.61	0.027	-0.005	0.013
Si	-23.14	4.095	13.607	0.004	-0.005	-0.002
Si	-25.846	-9.484	13.583	-0.013	-0.011	-0.009
Si	-23.138	-6.779	13.626	0.004	-0.008	-0.016
Si	-25.856	-4.061	13.595	-0.004	0.01	-0.015
Si	-23.17	-1.356	13.646	-0.007	0.022	0.002
Si	-20.417	1.373	13.655	0.002	-0.007	0.004
Si	-17.7	4.103	13.674	-0.013	0.016	0.001
Si	-20.403	-9.498	13.652	0.005	-0.01	-0.009
Si	-17.704	-6.788	13.693	0	0.02	-0.001
Si	-20.444	-4.068	13.682	-0.002	0.022	0.007
Si	-17.705	-1.352	13.678	0.01	0	0
Si	-14.97	1.38	13.692	-0.013	-0.005	0.002
Si	-12.244	4.085	13.708	0.003	-0.01	-0.003
Si	-14.957	-9.505	13.699	0.002	0	-0.009
Si	-12.241	-6.791	13.722	-0.017	-0.005	-0.008
Si	-14.963	-4.077	13.702	0.009	0	-0.006
Si	-12.254	-1.38	13.701	0.027	-0.001	-0.002
Si	-9.519	1.345	13.693	-0.004	0.001	-0.006
Si	-6.809	4.068	13.671	-0.005	0.003	-0.004
Si	-9.522	-9.508	13.71	-0.017	-0.01	-0.01
Si	-6.811	-6.842	13.713	0.022	-0.016	-0.005
Si	-9.526	-4.11	13.695	0.007	0.002	-0.008
Si	-6.81	-1.413	13.687	0.005	0.005	0.008
Si	-4.07	1.327	13.632	0.007	-0.008	0.006
Si	-1.347	4.081	13.601	-0.013	-0.002	-0.007
Si	-4.077	6.775	13.651	0.01	-0.014	-0.011
Si	-1.373	9.498	13.611	-0.018	0.004	0.001
Si	-4.106	-4.138	13.662	0.001	0.021	-0.003
Si	-1.364	-1.394	13.601	0.005	0	0.008
Si	0.023	-0.01	14.9	-0.006	-0.01	0.004
Si	2.734	2.734	14.884	0.012	0.012	0.016
Si	0.002	5.451	14.961	0.001	-0.021	0.004
Si	2.732	8.129	14.877	-0.007	-0.009	0.01
Si	-0.003	-5.439	14.922	0.017	-0.001	-0.004
Si	2.764	-2.752	14.876	-0.013	0.007	0.007
Si	5.495	-0.034	14.86	0.009	0.028	0.013
Si	8.186	2.639	14.831	-0.001	-0.013	0.01
Si	5.47	5.38	14.837	-0.029	0.01	0.01
Si	8.173	-8.177	14.803	0.006	0.005	-0.007
Si	5.453	-5.463	14.836	0.007	-0.013	0.004
Si	8.199	-2.736	14.831	0.01	-0.011	-0.002
Si	10.896	-0.042	14.857	0.017	0.008	0.009
Si	13.613	2.697	14.822	0.02	-0.007	0.002
Si	10.885	5.395	14.798	-0.009	-0.009	0
Si	13.612	8.176	14.83	0.037	0.007	0.003
Si	10.909	10.865	14.846	-0.011	0.005	0
Si	13.604	-2.756	14.875	-0.017	-0.005	0.001
Si	16.35	-0.039	14.863	-0.015	-0.001	-0.004
Si	19.076	2.723	14.926	-0.004	-0.006	0.003
Si	16.334	5.437	14.891	-0.007	0.003	0.008
Si	19.038	-8.155	14.937	-0.005	-0.005	0.001
Si	16.324	-5.464	14.918	-0.011	-0.025	0.009
Si	19.04	-2.718	14.893	0.007	-0.019	-0.008
Si	21.8	0.041	14.949	0.002	0.011	-0.006
Si	24.482	2.783	14.99	-0.001	-0.002	0
Si	21.772	5.467	14.972	0.016	0.003	0.005
Si	24.497	-8.168	14.96	-0.01	0.008	0.003
Si	21.763	-5.428	14.957	0.009	-0.004	0.011
Si	24.485	-2.672	14.971	-0.007	0.003	0.003
Si	27.193	0.078	14.951	0.002	-0.006	-0.007
Si	29.906	2.791	14.972	0.002	0.004	0.007
Si	27.216	5.46	14.984	-0.01	0.015	-0.002
Si	29.891	-8.127	14.921	0	-0.008	0.001
Si	27.2	-5.397	14.943	0.003	-0.003	0.002
Si	29.922	-2.657	14.913	0.001	0.005	0.003
Si	32.619	0.07	14.941	0.009	0.005	0.018
Si	35.326	2.705	14.914	-0.035	-0.021	0.011
Si	32.6	5.482	14.902	0.014	0	-0.003
Si	35.356	-8.134	14.933	0.013	0.007	0.008
Si	32.635	-5.409	14.882	-0.011	0.014	0.001
Si	35.349	-2.669	14.916	0.016	0.018	0.003
Si	-27.224	-0.033	14.942	-0.031	-0.016	-0.005
Si	-24.501	2.742	14.97	0	-0.004	-0.003
Si	-27.199	5.468	14.931	0.01	0.017	0.008
Si	-24.493	-8.137	14.981	0.007	0.005	0.006
Si	-27.234	-5.419	14.926	0.004	-0.008	-0.009
Si	-24.526	-2.726	15.022	0.008	-0.008	0.007
Si	-21.81	0.025	14.994	0.005	-0.018	-0.006
Si	-19.062	2.745	15.034	0.003	0.002	0.005
Si	-21.774	5.45	14.974	-0.005	-0.005	-0.012
Si	-19.07	-8.135	15.06	0.005	-0.024	0.01
Si	-21.819	-5.425	15.044	-0.011	-0.009	0
Si	-19.075	-2.701	15.043	-0.013	0.004	0.01
Si	-16.344	0.026	15.034	0.008	0.013	-0.001
Si	-13.6	2.728	15.073	-0.004	0.01	0.006
Si	-16.337	5.467	15.04	0	-0.007	-0.006
Si	-13.606	-8.142	15.082	0.016	-0.001	0.007
Si	-16.324	-5.438	15.053	-0.018	-0.004	0
Si	-13.604	-2.728	15.09	-0.016	-0.001	0.011
Si	-10.88	-0.023	15.045	0	-0.008	0.007
Si	-8.161	2.716	15.047	0.018	0.005	0.012
Si	-10.896	5.471	15.062	0.018	0.012	0.002
Si	-8.165	-8.182	15.116	-0.026	0.002	0.012
Si	-10.873	-5.437	15.095	0.012	0.007	-0.002
Si	-8.16	-2.786	15.069	-0.006	0.005	0.009
Si	-5.42	-0.043	14.997	0.005	0.01	0
Si	-2.705	2.721	14.949	0.011	0.012	-0.007
Si	-5.439	5.426	15.02	-0.001	-0.022	0.001
Si	-2.715	8.134	15.002	-0.006	0.019	0.003
Si	-5.435	-5.506	15.074	0.008	0.022	0.008
Si	-2.723	-2.766	14.969	-0.001	-0.003	-0.007
O	0.211	-2.602	21.997	0.153	-0.028	0.681
O	2.203	-1.074	22.777	0.071	-0.327	0.168
O	-3.662	0.738	24.37	0.035	0.362	0.136
O	3.974	0.886	23.004	0.364	0.077	0.476
O	-2.091	0.208	22.311	-0.289	-0.365	-0.297
O	2.861	5.387	21.574	0.173	-0.007	-0.1
O	8.164	-7.427	24.469	0.368	0.137	-0.433
O	-0.909	-5.638	24.349	0.702	-0.454	-0.124
O	-0.299	7.684	23.071	0.073	0.489	0.081
O	-0.825	-3.404	25.731	-0.035	0.149	0.146
O	3.128	-5.131	22.102	0.141	-0.161	0.791
O	5.164	-3.072	22.051	-0.205	0.083	0.235
O	7.999	0.096	24.836	-0.084	-0.067	0.314
O	9.192	0.568	22.536	-0.271	-0.594	-0.094
O	5.583	2.677	22.034	0.141	-0.295	0.229
O	8.767	4.932	24.991	0.537	0.452	0.494
O	9.09	6.439	22.841	-0.057	0.179	0.656
O	6.423	-7.757	22.458	-0.474	-0.353	0.046
O	7.993	-5.686	21.996	-0.14	0.016	0.58
O	9.825	-4.565	23.295	0.026	0.238	0.151
O	12	-4.632	24.631	-0.046	0.033	0.543
O	13.801	0.464	25.032	0.138	0.208	-0.535
O	13.969	-2.841	-3.49	-0.353	-0.398	0.105
O	13.973	0.413	22.079	-0.012	0.075	0.414
O	10.849	2.627	21.946	-0.045	0.296	0.205
O	12.807	4.048	22.814	0.141	-0.338	0.296
O	14.196	4.82	24.86	0.163	-0.012	-0.071
O	14.15	6.302	22.724	0.09	-0.04	0.29
O	10.872	-8.133	22.054	-0.247	0.008	0.147
O	12.621	-6.168	22.59	0.396	0.361	0.038
O	14.361	-5.822	24.51	0.382	0.288	0.315
O	14.022	-3.968	22.87	-0.237	0.158	0.257
O	21.399	-6.636	-6.491	0.122	-0.026	0.37
O	16.258	-2.711	22.182	0.227	0.077	0.672
O	18.116	-1.114	23.103	0.224	0.52	0.128
O	20.024	1.107	23.151	0.047	-0.541	-0.039
O	15.961	2.482	22.097	-0.095	-0.065	0.631
O	17.436	4.323	23.191	-0.312	-0.132	0.502
O	19.315	4.914	24.974	0.274	0.366	0.102
O	19.425	5.842	22.574	0.217	-0.674	0.1
O	16.007	7.944	21.837	0.217	-0.285	0.234
O	17.415	-7.019	23.33	0.093	0.56	0.407
O	9.733	-3.74	25.758	0.493	-0.147	0.284
O	20.533	-4.397	23.123	-0.268	-0.579	0.084
O	22.077	-3.138	24.951	0.15	0.022	-0.26
O	28.352	0.366	-4.646	-0.334	-0.125	-0.54
O	25.232	1.112	23.386	-0.27	0.208	0.539
O	27.22	2.774	22.5	0.157	-0.183	0.309
O	21.675	2.756	22.089	-0.032	-0.072	0.462
O	25.042	6.064	23.092	0.078	-0.098	0.009
O	26.529	8.09	22.595	-0.468	0.387	-0.256
O	28.604	6.934	23.671	-0.078	-0.097	0.058
O	23.114	4.428	23.38	-0.181	-0.175	0.532
O	22.964	-6.875	23.183	0.023	0.205	0.381
O	24.548	-5.263	22.043	-0.089	0.19	0.234
O	26.28	-3.333	22.548	0.025	0.033	0.158
O	28.576	-2.402	-4.203	0.013	0.146	0.585
O	28.438	-1.951	23.101	0.385	-0.22	0.49
O	30.002	-0.033	22.18	-0.087	-0.033	0.524
O	32.104	1.329	22.97	0.207	0.714	0.179
O	29.233	4.495	23.253	0.136	-0.226	0.335
O	-32.175	-0.564	-3.783	-0.145	0.45	0.14
O	-32.448	7.286	-5.725	0.137	0.099	0.364
O	31.105	6.44	23.015	0.219	-0.124	0.464
O	28.454	-6.778	23.289	0.264	0.3	0.654
O	29.925	-5.205	22.022	-0.221	-0.107	0.344
O	31.667	-3.591	23.007	-0.048	0.226	0.114
O	-28.536	1.796	-6.403	-0.095	0.003	-0.101
O	-29.979	-0.018	21.946	0.132	-0.071	0.141
O	-29.38	3.396	24.361	0.134	0.154	0.16
O	-28.204	1.398	23.174	0.235	-0.568	0.22
O	-30.139	-0.338	-6.911	0.368	-0.028	0.533
O	-31.568	4.001	23.105	-0.326	-0.299	0.213
O	-29.738	5.669	22.049	-0.162	-0.148	0.216
O	-27.709	7.718	22.19	0.188	0.125	0.709
O	-32.453	-7.938	22.198	0.032	-0.114	0.609
O	-30.382	-5.92	22.194	-0.108	-0.112	0.495
O	-28.991	-4.233	23.516	0.315	0.096	0.32
O	-26.552	-1.533	-5.674	0.286	0.35	-0.29
O	-26.508	-1.216	23.2	-0.434	0.167	0.126
O	-23.035	2.024	22.965	0.479	0.226	-0.024
O	-20.593	3.733	23.181	-0.143	-0.292	-0.072
O	-25.182	5.314	22.529	0.251	0.157	-0.24
O	-22.976	6.334	23.291	0.612	-0.067	0.54
O	-21.72	-8.016	22.227	0.104	-0.197	0.263
O	-26.319	-6.938	23.554	0.031	0.496	0.222
O	-26.998	-8.167	25.97	-0.256	0.31	0.007
O	-23.45	-3.964	25.717	-0.051	0.112	0.135
O	-21.744	-2.863	21.706	0.035	-0.138	0.131
O	-19.671	1.986	24.923	-0.19	-0.401	0.181
O	-18.12	0.999	23.05	-0.412	-0.171	0.109
O	-16.329	2.673	22.197	-0.131	-0.262	0.446
O	-18.913	5.58	22.398	0.012	-0.297	0.394
O	-20.684	7.84	-4.172	0.363	-0.387	0.005
O	-16.924	7.257	23.248	-0.151	-0.081	0.217
O	-17.285	-7.508	25.322	-0.126	-0.256	-0.024
O	-20.08	-6.081	22.938	-0.186	0.093	0.437
O	-16.372	7.024	-7.262	-0.472	0.587	-0.371
O	-18.097	-4.345	23.135	-0.031	-0.062	0.46
O	-16.628	-1.872	26.2	-0.081	-0.015	-0.285
O	-11.692	6.222	-6.036	-0.323	-0.283	0.083
O	-14.153	0.614	25.13	-0.412	0.223	-0.194
O	-12.492	1.161	23.15	-0.273	0.373	0.308
O	-5.478	7.748	25.622	-0.178	-0.297	0.412
O	-15.046	4.566	23.35	-0.06	0.099	0.033
O	-9.717	7.513	-4.989	0.45	0.279	-0.278
O	-11.308	5.954	23.453	-0.184	-0.25	0.214
O	-10.883	8.077	22.065	-0.22	0.077	-0.054
O	-14.173	-5.925	26.267	0.135	0.237	-0.209
O	-13.722	-5.385	22.438	-0.051	-0.112	0.257
O	-11.955	-3.761	23.564	-0.122	-0.294	0.534
O	-7.117	-4.33	23.29	-0.107	-0.517	0.141
O	-8.842	-0.414	22.937	0.027	0.303	0.016
O	-5.98	1.611	25.484	-0.018	0.44	0.082
O	-5.372	2.496	22.069	-0.167	-0.035	0.19
O	-8.421	5.054	22.308	0.116	-0.014	0.363
O	-12.224	-6.906	24.593	-0.142	0.09	-0.408
O	1.365	-6.881	-4.714	-0.469	-0.215	-0.507
O	-6.559	6.584	23.47	-0.143	-0.008	0.53
O	-9.771	-6.476	23.448	0.136	0.517	0.279
O	-3.487	6.992	-5.192	-0.074	0.51	-0.36
O	-10.737	-2.082	22.248	-0.243	-0.094	-0.578
O	-5.365	-2.888	21.977	-0.027	0.122	0.159
O	-3.71	-1.523	23.14	-0.351	-0.619	0.535
O	-7.593	-2.068	24.568	0.351	0.101	-0.165
O	0.924	3.201	25.13	-0.579	0.231	0.288
O	-0.844	2.333	23.078	-0.252	0.353	0.269
O	-3.813	4.041	23.204	-0.094	-0.375	0.593
O	2.69	3.425	-5.102	0.358	0.005	-0.554
O	-4.628	-6.595	-5.762	0.079	-0.46	-0.09
O	1.75	-7.04	23.175	-0.089	0.102	0.305
O	-5.017	-7.692	23.033	-0.158	0.101	0.203
O	-2.802	-6.321	22.68	0.707	-0.342	-0.057
O	-3.441	-4.688	24.603	-0.041	0.368	0.073
O	-1.87	-3.861	22.786	-0.457	0.156	0.07
O	-0.619	-5.118	-4.437	-0.257	0.339	0.35
O	2.661	-0.054	25.137	-0.05	-0.46	0.081
O	11.475	3.489	-7.176	0.152	0.336	0.317
O	3.811	5.357	-6.596	-0.578	0.208	-0.063
O	5.586	-7.392	24.843	-0.072	0.63	-0.217
O	0.919	-7.75	25.49	-0.514	-0.154	0.224
O	4.375	6.557	23.187	0.306	-0.045	0.29
O	6.915	6.67	24.295	-0.264	-0.071	0.173
O	0.931	-0.536	-6.559	0.275	-0.155	0.279
O	3.026	0.98	-6.237	0.119	-0.117	-0.034
O	1.433	0.23	-4.168	0.377	-0.227	0.06
O	3.397	-6.713	25.93	0.163	0.443	-0.001
O	5.558	0.627	-6.151	-0.097	0.005	0.33
O	5.669	-0.599	25.647	-0.267	0.219	0.035
O	8.56	2.516	24.13	-0.141	0.342	-0.319
O	10.498	0.906	24.823	0.614	-0.546	-0.214
O	7.124	3.271	26.196	-0.472	0.403	-0.183
O	7.47	4.526	-5.228	-0.468	-0.047	0.161
O	8.739	-7.573	-3.96	0.194	0.582	0.119
O	6.907	-3.365	-5.282	-0.214	-0.223	-0.61
O	7.749	-0.758	-5.499	-0.163	0.206	0.208
O	11.046	-0.811	-6.879	-0.236	0.591	-0.025
O	15.384	1.317	-5.978	-0.599	-0.045	0.291
O	12.577	1.077	-6.246	-0.173	0.193	0.466
O	18.252	-3.063	-3.575	-0.628	0.042	0.114
O	16.211	0.748	-3.635	0.596	0.085	0.085
O	11.941	6.098	24.16	-0.681	-0.28	-0.099
O	13.404	4.228	-3.288	0.565	0.109	0.307
O	20.285	4.779	-6.245	-0.159	-0.449	0.414
O	12.669	-7.791	24.821	-0.043	0.151	-0.281
O	15.026	-3.404	-1.242	-0.068	-0.066	-0.029
O	15.772	-6.219	-6.769	-0.21	-0.218	0.189
O	22.388	-4.71	-4.312	-0.164	-0.444	0.523
O	14.897	-7.711	-2.406	0.208	0.287	0.135
O	9.761	3.177	-5.129	0.694	-0.235	-0.351
O	24.067	1.147	-3.159	0.362	0.206	0.033
O	16.339	4.887	26.31	0.1	0.111	-0.276
O	-23.047	-2.042	23.925	-0.375	0.269	-0.466
O	17.478	-7.431	25.862	-0.269	0.627	0.053
O	20.936	8.026	22.462	-0.07	0.328	-0.036
O	19.219	-7.264	-5.084	-0.226	0.706	0.243
O	15.317	8.117	24.782	-0.127	-0.315	0.096
O	18.722	-7.825	-0.307	-0.095	0.05	-0.243
O	21.093	-7.513	24.943	-0.096	-0.309	0.055
O	23.313	1.959	-5.631	-0.301	-0.668	0.012
O	21.543	1.343	25.331	0.513	-0.421	-0.377
O	23.985	-0.897	22.416	-0.046	0.324	-0.301
O	32.469	-5.025	-3.627	0.3	0.045	-0.266
O	30.45	7.948	-6.631	-0.159	-0.399	0.407
O	23.683	-0.83	24.934	-0.489	0.196	0.009
O	-9.809	3.604	-1.509	0.224	-0.596	-0.191
O	23.692	-5.477	-6.593	0.613	-0.147	-0.433
O	19.118	2.352	25.368	-0.662	-0.252	0.146
O	21.903	-2.581	22.001	0.051	-0.15	0.669
O	26.112	-1.193	24.027	0.183	0.258	0.227
O	-6.141	0.353	23.264	-0.329	-0.234	0.084
O	-31.28	0.726	24.792	0.321	0.285	0.078
O	32.428	-2.778	-5	0.512	-0.099	-0.198
O	-31.13	5.047	-5.436	-0.209	-0.482	0.104
O	-29.076	-3.425	-1.576	-0.665	0.357	-0.014
O	32.39	5.676	-3.642	-0.761	0.216	-0.204
O	26.349	5.271	-5.588	0.097	0.107	0.223
O	31.529	-5.458	24.89	-0.062	-0.213	-0.165
O	-30.534	5.718	24.705	-0.148	0.277	-0.325
O	30.909	-7.91	25.9	-0.07	0.012	-0.364
O	-29.489	-4.882	-3.748	-0.399	-0.178	0.028
O	32.572	-0.537	-6.349	-0.037	0.629	-0.113
O	31.895	-2.93	25.593	-0.357	-0.299	-0.025
O	-24.385	1.558	25.244	-0.382	0.411	-0.169
O	-32.018	-1.109	23.03	0.048	-0.299	0.436
O	-25.122	-0.962	25.54	0.069	-0.062	0.327
O	-24.563	0.086	22.133	0.1	0.09	0.213
O	-30.471	-5.954	-6.991	0.043	0.366	0.117
O	-29.172	6.455	-6.298	0.061	0.361	0.525
O	-29.868	-5.912	25.42	0.515	-0.362	-0.317
O	-30.365	7.966	25.845	0.13	-0.024	-0.405
O	30.305	-4.276	-4.982	-0.044	-0.088	0.03
O	-31.479	-4.167	24.327	0.032	-0.038	-0.104
O	-29.598	-3.433	26.015	-0.422	-0.002	0.521
O	14.89	2.634	26.188	0.457	-0.158	0.11
O	-22.082	2.899	25.206	-0.15	0.2	0.459
O	-25.337	-3.25	24.166	-0.475	-0.738	-0.11
O	-24.178	6.547	-6.999	-0.091	0.263	-0.105
O	14.238	7.41	-7.004	-0.026	-0.167	0.105
O	-26.307	3.254	-5.815	0.158	0.375	0.298
O	-25.147	7.231	24.351	-0.37	0.033	0.119
O	-23.056	6.794	-4.445	-0.032	-0.421	-0.057
O	-22.023	-6.264	-3.466	-0.123	0.095	0.344
O	-19.463	-3.58	-6.741	0.481	-0.407	0.523
O	-17.171	-6.034	-5.953	-0.34	-0.489	-0.18
O	-21.519	-2.617	-5.332	0.061	0.029	-0.022
O	-21.653	5.992	-6.268	0.736	-0.116	0.039
O	-18.659	-0.613	24.958	-0.288	-0.236	-0.539
O	-21.216	-1.826	25.743	-0.178	0.2	0.506
O	-14.723	-8.006	24.717	0.198	-0.354	0.118
O	-10.37	0.874	-7.031	0.441	0.003	-0.347
O	-12.092	-7.841	-4.671	0.246	0.113	0.427
O	-10.122	7.719	24.959	0.307	-0.007	0.131
O	-20.42	-3.827	24.325	-0.473	0.184	-0.166
O	-14.469	-1.342	-2.804	0.614	-0.094	0.063
O	-13.402	-3.049	-6.013	0.401	-0.016	0.391
O	-24.869	-6.755	25.714	0.095	0.526	-0.225
O	-18.653	-1.305	-5	-0.299	-0.156	-0.484
O	-12.384	-0.742	-6.767	0.456	-0.354	-0.089
O	-10.213	3.972	-6.371	-0.208	-0.408	0.059
O	-14.703	-0.4	22.822	-0.16	0.277	0.152
O	-8.737	-3.331	-6.394	-0.436	0.068	-0.403
O	-9.126	5.216	25.127	0.181	0.014	-0.508
O	-10.609	2.95	22.338	0.045	-0.029	0.288
O	-15.261	3.425	-5.687	0.082	-0.481	0.31
O	-10.116	-6.219	26.006	-0.187	-0.161	0.558
O	18.5	6.464	-4.898	-0.543	-0.422	0.246
O	-17.192	-1.911	-3.034	-0.086	0.252	-0.01
O	-16.334	-2.546	22.313	-0.19	0.133	0.395
O	-12.617	-1.296	24.043	-0.359	-0.152	0.589
O	-9.046	-0.797	-5.6	-0.102	0.021	-0.155
O	-5.479	1.645	-5.912	-0.167	0.098	0.099
O	-8.39	0.284	25.444	-0.126	0.114	0.306
O	-10.406	1.019	-4.375	0.399	-0.42	0.435
O	-2.223	2.638	-4.292	-0.01	-0.081	0.282
O	-15.37	1.127	-3.176	0.444	0.493	-0.074
O	-11.169	-7.636	-7.018	0.412	-0.34	0.113
O	-4.343	-4.078	-5.12	-0.14	0.119	-0.502
O	-5.414	-6.065	25.679	-0.199	0.047	-0.5
O	28.091	-5.1	-3.969	-0.194	0.142	0.378
O	-8.257	-4.343	25.683	-0.188	0.066	-0.132
O	-17.112	0.863	-1.179	0.33	-0.561	-0.144
O	-3.115	-2.186	26.286	-0.243	-0.409	0.097
O	1.463	1.369	23.297	-0.334	-0.136	-0.008
O	-1.829	5.615	22.704	0.193	-0.324	-0.154
O	2.995	2.271	26.323	0.678	0.241	0.076
O	4.837	2.809	-3.732	0.025	-0.077	-0.39
O	0.439	3.771	-3.838	-0.225	0.495	-0.015
O	-5.588	-5.669	-3.432	-0.402	-0.235	-0.128
O	23.484	-7.172	-1.275	0.051	0.293	-0.481
O	20.748	4.94	-2.853	-0.538	-0.022	-0.668
O	17.148	-1.571	25.478	-0.268	-0.02	-0.036
O	4.53	-4.253	-3.894	0.036	-0.659	-0.533
O	0.289	-5.142	-6.78	0.121	-0.252	0.025
O	-12.476	1.774	-5.753	-0.527	0.23	-0.237
O	3.29	4.578	24.786	0.151	-0.153	-0.13
O	0.067	-6.706	-2.541	-0.397	0.321	0.473
O	-2.234	4.756	25.135	0.383	-0.113	-0.087
O	-1.176	7.79	-3.881	0.013	0.271	-0.326
O	-1.829	4.123	-6.473	-0.399	-0.483	-0.232
O	1.079	-5.245	26.102	0.367	0.545	0.181
O	-1.55	-1.023	24.577	0.668	0.119	-0.278
O	3.323	-2.207	-2.817	-0.64	0.16	0.268
O	4.552	0.225	-3.276	-0.564	0.169	-0.394
O	10.028	-6.201	25.604	0.32	-0.088	0.018
O	-1.148	0.389	-3.391	-0.237	-0.151	0.211
O	22.401	6.959	-2.252	0.174	-0.456	0.002
O	8.415	6.946	-5.788	0.402	-0.423	-0.401
O	7.502	6.559	-3.348	-0.061	-0.212	0.148
O	3.964	7.042	25.718	-0.158	-0.305	0.519
O	-11.577	-3.632	-1.749	-0.255	0.167	-0.306
O	-4.088	4.395	-5.117	-0.387	-0.646	-0.185
O	-27.731	1.978	-3.924	0.323	0.28	0.296
O	5.798	-2.001	-3.516	0.31	0.224	-0.484
O	3.403	-7.373	-3.158	0.814	0.27	-0.093
O	11.06	-5.619	-0.484	0.278	0.123	-0.206
O	9.07	1.518	-1.36	-0.011	-0.22	-0.542
O	13.07	-1.694	-5.587	-0.374	-0.364	-0.099
O	7.51	-2.454	25.086	-0.052	-0.644	-0.048
O	13.195	5.853	-5.262	-0.254	-0.192	-0.371
O	15.66	5.363	-6.127	-0.104	-0.19	0.262
O	10.992	5.111	-3.812	-0.402	0.496	-0.208
O	-28.99	-7.438	-3.452	-0.095	-0.268	-0.185
O	7.684	-2.172	-1.162	0.269	0.27	0.163
O	12.772	6.882	-2.963	-0.566	0.098	-0.366
O	24.52	-3.476	-5.115	0.673	0.067	-0.009
O	11.97	-1.353	25.765	-0.135	-0.148	-0.186
O	6.894	1.612	-2.795	0.081	-0.523	-0.38
O	14.94	-3.854	-5.642	-0.091	0.005	-0.233
O	12.692	-2.087	-1.262	-0.309	-0.201	-0.305
O	-24.511	1.595	-6.611	-0.263	-0.585	0.076
O	22.381	3.084	-3.508	-0.209	-0.169	-0.491
O	25.82	-0.751	-2.697	-0.068	-0.729	-0.444
O	15.276	7.482	-4.672	0.283	-0.091	0.051
O	17.365	-7.944	-3.401	0.127	0.162	0.471
O	20.287	6.386	-0.828	-0.317	-0.712	-0.004
O	22.716	6.955	24.03	-0.167	0.057	0.118
O	27.953	7.066	-6.677	0.29	-0.404	-0.058
O	32.44	-5.121	-6.22	-0.371	-0.157	-0.11
O	-15.455	-3.753	-2.381	0.437	-0.204	-0.283
O	-24.6	-5.305	-2.798	-0.035	0.652	-0.009
O	27.291	2.791	-5.11	0.158	0.237	-0.52
O	30.605	-0.862	-4.742	0.128	0.237	0.135
O	-5.64	2.511	-3.471	0.263	0.305	-0.112
O	-10.164	-1.778	24.757	0.029	0.074	0.382
O	28.452	-6.821	-5.869	-0.025	0.473	-0.202
O	1.923	6.711	24.032	-0.206	-0.397	-0.089
O	24.388	7.906	-3.52	-0.198	-0.39	-0.45
O	26.863	-7.467	-3.835	-0.081	0.057	0.645
O	17.537	6.789	24.171	-0.11	-0.148	0.113
O	19.415	-2.742	24.78	-0.181	-0.145	0.225
O	-29.862	2.729	-0.589	-0.218	0.026	-0.115
O	24.322	-1.209	-6.475	0.138	0.446	0.209
O	27.208	1.52	-2.73	-0.14	0.318	0.326
O	-22.043	-7.739	-6.214	0.031	-0.05	-0.567
O	9.403	-4.029	-1.623	0.363	-0.25	-0.292
O	-28.713	4.071	-5.252	-0.117	0.315	0.578
O	20.093	7.308	-6.736	0.6	-0.342	-0.007
O	31.108	4.048	-2.175	0.061	-0.144	0.179
O	6.439	-1.108	23.129	-0.086	0.648	0.25
O	-27.011	-5.746	-3.531	0.152	0.272	-0.72
O	23.611	-1.289	-3.937	-0.705	0.004	0.221
O	15.519	-1.298	-5.076	0.116	-0.137	0.117
O	28.051	-3.852	-6.315	-0.038	-0.607	-0.42
O	31.295	-6.66	-1.905	0.193	-0.388	0.369
O	-30.254	-2.363	-3.69	-0.39	-0.243	-0.591
O	-29.625	0.178	-3.381	-0.343	0.171	-0.142
O	-24.846	-1.301	-1.417	-0.231	0.296	-0.191
O	-2.633	-2.721	-3.497	0.549	-0.056	-0.249
O	-27.03	-0.499	-3.327	0.309	0.226	-0.083
O	-28.248	-6.194	-5.693	0.248	-0.107	-0.039
O	19.593	-4.001	-1.28	-0.511	-0.209	-0.27
O	-24.339	4.735	24.969	0.328	-0.465	-0.079
O	-26.719	-4.455	-1.212	0.504	0.388	0.047
O	-23.467	-3.539	-1.47	0.059	-0.116	-0.469
O	-29.361	-0.831	25.871	0.444	0.089	-0.452
O	-25.162	-2.479	-3.604	0.042	-0.231	-0.479
O	-21.026	-0.269	-4.059	0.222	0.054	0.371
O	-20.69	-1.045	23.186	0.447	0.178	0.253
O	-24.948	5.935	-3.037	-0.627	-0.009	-0.128
O	-21.252	2.295	-3.868	0.123	0.275	-0.2
O	-12.834	0.799	-3.338	0.26	-0.123	0.317
O	-24.241	-7.728	-3.16	0.147	-0.143	0.285
O	-1.875	5.266	-4.123	0.205	-0.322	0.834
O	-25.561	7.571	-5.126	-0.601	-0.016	0.153
O	-22.672	-1.868	-3.101	-0.012	0.427	0.227
O	-19.967	-2.519	-3.208	-0.036	-0.215	0.617
O	-22.199	0.319	24.787	0.123	0.09	0.597
O	-17.88	0.949	-3.701	-0.212	0.176	0.031
O	-19.497	1.14	-5.622	0.164	0.214	-0.214
O	19.963	-4.021	-5.289	0.04	-0.374	-0.564
O	-15.385	3.204	25.731	0.608	-0.29	0.37
O	-28.504	6.085	26.313	-0.016	-0.128	-0.089
O	-14.673	5.936	-5.574	0.508	-0.148	0.066
O	-14.384	-7.864	-0.781	-0.02	-0.572	0.297
O	-19.331	-6.237	-4.231	-0.111	-0.069	-0.149
O	2.671	3.647	-2.52	0.203	0.444	0.388
O	8.708	-2.384	-3.616	0.493	0.41	-0.197
O	-18.082	-3.911	-4.492	-0.033	0.212	0.021
O	-16.931	0.193	-6.094	0.45	0.52	0.364
O	-17.218	1.357	25.603	0.376	-0.394	0.078
O	-8.052	6.658	-3.161	-0.09	0.35	-0.218
O	-10.471	5.648	-3.17	-0.253	0.249	0.014
O	-10.904	5.469	-0.256	0.19	-0.004	-0.394
O	-12.261	-6.765	-1.939	0.042	0.499	-0.139
O	-14.192	-7.792	-3.356	-0.382	-0.294	-0.013
O	-10.076	-8.075	-2.576	-0.057	-0.152	0.131
O	28.536	-1.296	-6.537	-0.07	0.185	-0.249
O	-14.299	-0.543	-5.095	-0.402	0.205	-0.237
O	-19.007	-5.652	25.279	-0.175	-0.084	0.38
O	-20.251	-7.008	-1.849	0.102	0.083	-0.221
O	-13.309	2.421	-0.279	-0.107	0.277	-0.5
O	-9.058	3.643	-3.988	0.592	-0.413	0.071
O	-7.765	4.667	-5.984	0.013	0.004	0.617
O	-3.848	0.661	-3.963	-0.007	-0.387	0.328
O	-5.285	-0.839	25.623	-0.411	-0.484	0.067
O	-6.872	4.467	-2.294	-0.419	0.017	-0.188
O	-8.135	-8.064	-0.315	-0.133	0.015	-0.047
O	-10.49	-5.414	-3.336	-0.121	-0.125	-0.635
O	12.298	2.317	26.181	-0.058	0.513	0.021
O	-7.551	-2.377	-4.369	0.013	-0.233	-0.276
O	-8.072	2.903	25.878	-0.146	-0.005	-0.474
O	2.102	-7.274	-0.865	0.46	0.183	0.035
O	12.879	-1.433	23.386	-0.326	-0.527	0.298
O	-2.088	0.517	-5.867	0.527	0.208	-0.314
O	9.381	-2.763	-6.115	0.095	-0.636	0.052
O	-15.991	-5.842	-0.813	-0.396	0.004	-0.159
O	-5.595	5.94	-6.549	0.328	0.282	-0.177
O	-27.105	2.703	25.275	-0.033	-0.158	0.023
O	-5.582	6.196	-3.857	-0.014	0.25	0.051
O	-1.534	-3.681	-1.32	0.056	-0.045	-0.3
O	-7.056	-1.595	-2.021	0.251	0.274	0.043
O	-15.995	-6.659	23.031	-0.414	0.354	0.12
O	-3.563	-1.643	-5.766	-0.323	0.152	-0.238
O	-8.429	1.984	-5.837	0.536	-0.047	-0.249
O	-4.021	-4.202	-1.847	0.111	-0.14	-0.113
O	0.801	-0.836	-1.851	0.426	-0.51	-0.612
O	-0.56	0.334	-0.184	0.091	0.122	-0.318
O	4.674	1.776	-1.269	0.289	-0.086	-0.16
O	2.57	2.78	-0.053	-0.106	0.004	-0.273
O	0.605	4.176	-1.103	-0.507	0.612	-0.386
O	-0.804	7.206	-1.382	-0.076	-0.421	-0.399
O	1.349	7.353	-2.742	0.041	-0.559	-0.194
O	-2.001	-6.583	-6.306	0.124	-0.418	-0.006
O	-16.869	-5.848	-3.32	0.206	-0.367	-0.166
O	0.152	-5.409	-0.239	0.12	-0.011	-0.404
O	18.669	-1.626	-1.441	0.05	0.325	-0.24
O	3.514	-4.318	-1.398	-0.258	-0.208	-0.05
O	16.66	-0.15	-0.227	-0.057	-0.097	-0.13
O	5.256	-1.075	-1.141	-0.556	0.33	0.331
O	8.895	3.634	-2.798	-0.123	0.424	0.024
O	7.148	3.382	-0.974	-0.293	-0.124	-0.089
O	3.645	6.995	-1.377	-0.065	-0.042	-0.608
O	5.378	5.284	-0.428	-0.06	-0.164	-0.665
O	9.384	7.227	-1.631	0.238	0.096	-0.274
O	-1.084	6.64	-6.226	0.282	0.59	-0.427
O	5.478	-5.776	-0.581	-0.131	-0.16	-0.018
O	6.991	-4.177	-2.787	-0.058	-0.72	0.175
O	-31.576	4.276	-1.696	0.494	0.125	-0.303
O	7.742	1.912	-6.044	-0.019	0.189	-0.209
O	-30.713	7.015	-3.635	-0.101	0.173	-0.09
O	11.327	2.611	-3.113	-0.317	-0.647	0.252
O	13.667	1.542	-3.069	-0.289	-0.422	-0.588
O	-21.3	-0.324	-0.409	0.09	-0.265	-0.151
O	11.03	5.309	-0.561	-0.141	-0.039	-0.278
O	12.791	3.195	-1.025	0.354	-0.329	0.08
O	14.38	6.567	-1.022	-0.175	-0.631	-0.306
O	12.682	-7.607	-1.153	-0.353	0.085	-0.176
O	29.442	-7.467	-3.56	0.548	-0.193	-0.199
O	-25.032	4.014	-1.241	-0.246	-0.498	-0.085
O	10.934	-0.128	-0.492	-0.084	0.065	-0.284
O	18.702	3.264	-0.316	-0.203	0.026	-0.146
O	-3.387	-1.772	-1.074	0.185	0.073	-0.3
O	29.73	-2.429	-0.392	0.297	-0.121	-0.157
O	25.547	7.84	-5.853	-0.334	0.056	-0.377
O	20.759	2.457	-1.55	-0.076	-0.193	-0.684
O	16.534	5.207	-0.285	-0.18	-0.211	-0.428
O	22.61	4.326	-1.171	0.223	0.41	-0.258
O	19.968	7.547	-3.099	0.183	0.41	0.145
O	16.629	-5.616	-0.442	-0.218	-0.017	-0.736
O	-27.166	3.7	22.841	-0.38	0.292	0.228
O	29.977	7.605	-1.155	-0.406	-0.069	0.107
O	-23.315	-4.505	23.071	0.187	-0.764	0.087
O	-6.745	2.085	-1.136	-0.501	0.339	-0.047
O	23.44	-0.771	-1.4	-0.114	0.006	-0.205
O	26.079	0.716	-0.62	-0.234	-0.096	-0.11
O	24.404	2.732	-0.182	-0.1	-0.252	-0.507
O	22.767	4.222	-7.002	-0.081	0.355	0.199
O	-17.213	5.173	-5.646	-0.599	0.1	0.428
O	-12.577	6.97	-1.532	-0.029	-0.359	-0.513
O	-22.54	1.669	-1.576	-0.301	-0.125	-0.428
O	21.677	-5.419	-0.489	0.262	-0.16	-0.131
O	7.271	4.533	22.846	-0.056	0.162	0.651
O	24.625	-3.07	25.87	-0.131	-0.107	-0.284
O	24.919	3.447	-4.227	0.035	0.264	0.6
O	-13.58	-5.639	-4.985	-0.125	0.208	0.52
O	30.464	1.723	-1.257	-0.301	-0.226	-0.263
O	28.688	3.706	-1.29	-0.092	0.071	-0.391
O	24.92	6.973	-1.2	-0.167	0.13	-0.415
O	27.031	5.556	-0.438	0.199	-0.153	-0.685
O	32.165	6.178	-1.044	0.126	0.208	0.302
O	7.266	-7.576	-1.647	-0.302	-0.057	-0.484
O	24.749	-2.812	-0.396	0.28	0.09	-0.127
O	26.808	-4.937	-0.403	-0.017	-0.009	-0.354
O	28.114	-0.668	-1.347	0.187	-0.164	-0.465
O	25.242	3.222	-6.824	0.431	-0.15	-0.437
O	32.44	0.168	-0.467	0.046	0.114	-0.37
O	-30.939	-1.185	-1.515	0.313	-0.047	0.088
O	-28.043	1.017	-1.454	0.539	-0.083	-0.12
O	15.497	-6.152	-4.268	-0.215	0.183	0.212
O	-30.763	-7.72	-1.479	-0.005	-0.187	-0.181
O	0.713	4.683	-6.3	0.433	0.226	-0.217
O	15.379	1.695	-1.279	0.175	0.525	-0.318
O	-28.818	6.945	-1.674	-0.154	-0.433	-0.411
O	-31.872	-5.415	-1.131	0.504	0.393	0.214
O	31.24	-4.059	-1.533	0.069	0.331	-0.379
O	-26.206	-6.931	-1.365	-0.503	-0.476	-0.489
O	14.556	-1.96	25.573	0.128	-0.118	-0.092
O	-7.983	-2.86	0.035	-0.327	0.299	0.333
O	-27.099	5.43	-0.497	0.113	0.172	-0.08
O	3.232	7.465	-5.292	-0.135	-0.201	-0.481
O	-23.736	4.114	-6.453	0.448	-0.116	0.536
O	-23.045	5.859	-1.201	0.357	-0.305	-0.35
O	20.192	-5.074	25.556	-0.475	0.096	0.286
O	-24.391	7.928	-0.316	0.099	0.01	-0.21
O	22.098	-2.483	-5.553	-0.294	0.264	-0.463
O	-3.909	6.511	24.027	0.045	0.167	0.007
O	-24.505	-2.741	0.678	-0.303	-0.075	0.319
O	17.981	-2.551	-6.287	0.071	-0.165	-0.037
O	9.902	-7.185	-6.494	0.203	-0.021	0.224
O	-14.343	-7.897	-6.083	-0.283	0.358	-0.241
O	-18.932	2.482	-0.282	-0.009	-0.264	-0.218
O	-23.064	3.913	-2.933	-0.091	0.055	-0.434
O	-20.819	3.684	-1.549	0.085	0.302	-0.42
O	-17.14	5.689	-1.262	-0.135	-0.05	-0.356
O	-18.72	7.816	-0.563	-0.282	-0.128	-0.287
O	-19.25	-2.449	-0.278	0.076	0.082	-0.412
O	4.07	5.336	-3.97	0.344	0.224	0.48
O	-31.533	3.654	25.896	-0.163	-0.306	-0.057
O	-17.829	-4.192	-1.457	-0.321	-0.041	-0.498
O	-20.214	4.647	25.609	-0.503	0.438	0
O	-5.692	-3.578	25.423	0.154	0.435	0.038
O	-14.981	4.187	-1.192	0.173	0.306	-0.672
O	17.424	-4.826	-5.328	0.123	-0.162	0.088
O	-17.051	3.134	-2.41	-0.23	0.063	-0.326
O	5.817	6.598	-5.347	-0.036	0.597	0.004
O	-21.474	-5.156	-6.094	0.54	-0.126	0.572
O	-2.523	2.395	-0.322	0.059	-0.136	-0.442
O	-15.929	-1.543	-0.817	-0.316	0.569	-0.261
O	-13.604	-2.615	-0.33	0.137	0.002	-0.411
O	-15.763	5.064	-3.452	-0.027	0.207	-0.06
O	-11.235	0.37	-0.298	0.156	-0.039	-0.134
O	0.764	1.781	-2.185	-0.185	-0.131	0.537
O	-13.298	4.413	25.195	0.275	-0.229	-0.374
O	0.654	2.045	-5.891	-0.321	-0.223	-0.143
O	24.171	5.547	25.598	-0.001	-0.087	-0.068
O	-6.209	6.766	-1.312	0.734	-0.168	-0.098
O	-9.915	-6.128	-0.916	-0.217	0.212	-0.245
O	-11.595	3.182	-3.503	-0.476	0.13	-0.053
O	-8.928	-3.621	-2.212	0.285	-0.401	-0.235
O	-9.553	-1.25	-1.34	-0.045	0.242	-0.305
O	-6.433	0.066	-4.038	-0.163	0.295	0.21
O	-5.294	0.006	-0.344	-0.2	-0.04	-0.644
O	27.121	-3.406	24.981	0.315	-0.3	0.18
O	-27.321	-2.326	25.492	0.07	-0.048	-0.207
O	-15.576	5.865	25.596	0.187	0.344	-0.349
O	-4.573	3.68	-1.334	0.178	0.074	-0.24
O	30.28	5.877	25.405	-0.009	-0.646	0.046
O	-2.849	-8.157	-0.235	-0.185	-0.057	-0.372
O	-4.685	-6.619	-1.181	0.032	-0.2	-0.473
O	17.548	-0.039	-5.992	0.344	0.178	0.331
O	-6.458	-4.684	-1.105	-0.506	-0.25	-0.5
O	-5.076	-2.105	-3.64	0.191	-0.039	0.355
O	14.729	-0.765	-2.106	-0.105	-0.033	-0.07
O	19.381	-0.226	25.256	0.145	-0.043	0.806
O	-10.246	-2.871	-4.22	-0.267	0.074	-0.13
O	28.643	-6.472	-1.394	-0.321	-0.142	-0.498
O	3.634	-6.342	-5.684	0.547	0.545	0.101
O	29.425	2.569	-3.555	0.437	0.261	-0.417
O	1.841	-4.605	-3.37	-0.209	0.193	-0.026
O	10.226	7.581	25.595	-0.361	-0.461	-0.262
O	-6.767	-5.004	-5.661	-0.341	-0.007	0.067
O	-2.059	-4.005	-6.448	0.172	0.427	0.332
O	27.028	-7.998	25.216	-0.634	0.185	-0.089
O	-17.798	3.899	25.67	-0.037	-0.027	-0.599
O	-15.08	-4.731	-6.913	0.002	0.21	0
O	7.213	-7.11	-6.194	-0.285	0.124	0.461
O	-22.047	0.969	-6.11	0.038	-0.155	0.052
O	31.617	-0.389	24.904	-0.41	0.174	0.134
O	1.144	3.947	22.748	-0.287	0.254	0.328
O	20.769	-2.721	-3.177	0.131	0.131	0.151
O	-23.821	-6.052	-5.258	-0.715	0.142	-0.11
O	24.798	-6.087	-4.465	0.165	0.339	-0.025
O	-17.221	-2.228	-7.27	0.377	-0.171	0.029
O	-11.336	5.704	26.113	0.221	0.234	0.413
O	-27.707	-2.98	-3.812	-0.005	-0.484	-0.287

Results
total energy: -406595.666 eV
total energy less fixed offsets of O -438.25, Si -107.07 eV per atom: 17.134 eV
